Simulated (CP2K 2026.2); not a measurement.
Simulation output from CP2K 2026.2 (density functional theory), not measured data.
Periodic cell of 1152 atoms, Si864O288, from a study of silicon, its oxide and their interface. The atomic structure is a simulated model.
Doubt: the forces sum to 1.86 eV/angstrom along one axis rather than to zero, so they err by at least 0.0016 eV/angstrom per atom on average; the grid cutoff is modest.

Settings
functional: PBE
method: Gaussian and plane waves
basis set: DZVP-MOLOPT-SR-GTH
pseudopotentials: GTH-PBE
grid cutoff: 350 Ry, relative cutoff 50 Ry
k points: Gamma only
occupations: fixed
spin: none
net charge: 0

Cell vectors (angstrom)
a  32.64  0  0
b  0  16.32  0
c  -2.4257  -0.4211  39.5831

Atoms: element, x, y, z (angstrom)
Si  -0.7014  14.1733  39.5618
Si  4.2783  1.0895  0.1975
Si  0.8759  4.4722  0.0575
Si  1.5355  6.5245  39.5259
Si  1.6627  9.0508  0.2201
Si  3.9367  12.406  0.2012
Si  6.4428  15.2039  0.0673
Si  6.912  1.1801  39.4872
Si  7.0336  3.7281  0.0658
Si  6.6753  6.5467  39.5518
Si  6.9668  9.2914  0.0478
Si  7.2785  11.6536  39.5776
Si  12.3948  14.7733  0.3397
Si  14.5372  1.6552  0.4055
Si  12.3363  3.895  0.1401
Si  12.7736  6.3121  39.3471
Si  11.9045  9.8552  0.0047
Si  14.5087  12.4985  0.1054
Si  15.2784  14.5236  39.2558
Si  18.1083  0.8241  39.4776
Si  14.9552  4.01  39.3893
Si  20.1334  7.1776  0.1749
Si  17.9548  9.394  0.1787
Si  20.8702  11.9505  0.0573
Si  20.3374  14.896  39.5095
Si  23.1361  1.3125  39.5112
Si  23.3847  4.0062  0.0664
Si  26.1481  6.6002  0.3336
Si  23.0823  9.6966  0.2401
Si  25.9894  12.2323  0.1672
Si  28.9745  14.6805  0.0912
Si  31.3112  1.3288  0.2821
Si  28.3495  4.421  0.201
Si  31.3576  6.7166  0.381
Si  26.7335  8.4898  39.4925
Si  28.7807  11.9361  39.3802
Si  2.7024  16.2229  1.4004
Si  5.4961  2.6295  1.4451
Si  2.7035  5.4156  1.2702
Si  5.4339  8.1077  1.3602
Si  2.7412  10.7862  1.3932
Si  5.4111  13.6471  1.4967
Si  8.1548  0.0102  1.2478
Si  10.7951  2.7078  1.4098
Si  8.0934  5.3829  1.3711
Si  10.7783  8.1581  1.2008
Si  8.132  10.9002  1.3118
Si  10.8202  13.5319  1.481
Si  13.4931  0.0277  1.6647
Si  16.305  2.8723  1.2824
Si  13.6011  5.5809  1.1856
Si  16.2913  8.1894  1.2924
Si  13.4469  10.9156  1.4356
Si  16.3052  13.6399  1.1542
Si  18.9384  0.0509  1.1572
Si  21.7324  2.791  1.2446
Si  18.9314  5.5039  1.287
Si  21.7969  8.1865  1.4774
Si  19.1594  10.9591  1.3832
Si  21.7971  13.6754  1.3209
Si  24.4504  0.0754  1.2057
Si  27.2089  2.7076  1.3241
Si  24.5135  5.4477  1.5139
Si  27.4434  8.1513  1.4397
Si  24.5848  10.9341  1.5016
Si  27.3274  13.6299  1.4024
Si  29.9622  16.2484  1.5201
Si  -0.0522  2.8353  1.482
Si  29.9101  5.417  1.6284
Si  0.1326  8.0437  1.6448
Si  30.1154  10.707  1.1538
Si  0.0701  13.5086  1.2468
Si  1.3644  1.3619  2.6946
Si  4.0561  4.0382  2.6627
Si  1.4836  6.662  2.8855
Si  4.1173  9.4694  2.7591
Si  1.3564  12.1654  2.7141
Si  4.0392  14.9522  2.8566
Si  6.8671  1.3056  2.7776
Si  9.496  4.1061  2.7557
Si  6.7427  6.7328  2.7371
Si  9.4716  9.4978  2.6754
Si  6.811  12.2406  2.7305
Si  9.4466  14.9705  2.7002
Si  12.0856  1.3881  2.8766
Si  14.913  4.2076  2.6525
Si  12.2127  6.8734  2.585
Si  14.9101  9.5383  2.6496
Si  12.1634  12.2192  2.8674
Si  15.022  14.9494  2.7256
Si  17.6539  1.4281  2.5931
Si  20.3552  4.1334  2.6101
Si  17.6115  6.8366  2.7142
Si  20.4533  9.5898  2.801
Si  17.6647  12.3103  2.6005
Si  20.3048  14.9933  2.5957
Si  23.0889  1.4007  2.6418
Si  25.8833  4.0411  2.7951
Si  23.1236  6.801  2.8025
Si  25.9881  9.5215  2.7362
Si  23.164  12.3382  2.7473
Si  25.8464  15.0244  2.6183
Si  28.5279  1.3293  2.7329
Si  31.2498  4.0427  2.93
Si  28.6137  6.818  2.9422
Si  31.369  9.5203  2.7754
Si  28.7077  12.1219  2.6123
Si  31.4024  14.8675  2.7294
Si  0.0433  -0.0227  4.0846
Si  2.7388  2.6846  4.0758
Si  0.0379  5.3829  4.217
Si  2.786  8.1215  4.1654
Si  0.0338  10.8733  4.1504
Si  2.6917  13.5356  4.1236
Si  5.4621  -0.0137  4.1439
Si  8.1667  2.7192  4.1268
Si  5.387  5.3908  4.0874
Si  8.1275  8.1336  4.0547
Si  5.4621  10.8608  4.0936
Si  8.1398  13.6023  4.1004
Si  10.7694  -0.0247  4.1526
Si  13.567  2.8017  4.0479
Si  10.9047  5.4901  4.0261
Si  13.5589  8.1843  4.0239
Si  10.8056  10.8207  4.1322
Si  13.614  13.6077  4.0939
Si  16.3414  0.0579  4.031
Si  19.0294  2.7474  3.9892
Si  16.2723  5.4833  4.0828
Si  19.0248  8.1924  4.0588
Si  16.3084  10.9132  3.9769
Si  18.9974  13.647  4.0145
Si  21.7138  0.0186  3.9762
Si  24.4603  2.6933  4.0817
Si  21.7143  5.4327  4.0665
Si  24.5463  8.1787  4.0783
Si  21.8057  10.9629  4.1114
Si  24.5333  13.6785  4.0608
Si  27.1666  -0.004  4.0753
Si  29.876  2.6457  4.1689
Si  27.2058  5.4169  4.1807
Si  30.0069  8.1947  4.1869
Si  27.3081  10.8931  4.0857
Si  29.9993  13.5088  4.042
Si  1.3755  14.9579  21.7144
Si  4.1097  1.33  21.7938
Si  1.3692  4.0603  21.7519
Si  4.0854  6.7782  21.8029
Si  1.3822  9.469  21.7556
Si  4.0968  12.2034  21.7921
Si  6.8008  14.9423  21.8501
Si  9.5001  1.3689  21.8127
Si  6.8138  4.0635  21.8388
Si  9.53  6.7945  21.8381
Si  6.8225  9.512  21.833
Si  9.4788  12.2361  21.8584
Si  12.2092  14.9455  21.7743
Si  14.9348  1.3651  21.7686
Si  12.2236  4.0879  21.7966
Si  14.9769  6.8454  21.7493
Si  12.2118  9.5379  21.7966
Si  14.9506  12.2676  21.7359
Si  17.663  14.9707  21.7185
Si  20.4322  1.4054  21.7198
Si  17.7336  4.1159  21.7049
Si  20.4282  6.8042  21.7433
Si  17.6743  9.5177  21.7184
Si  20.4019  12.2479  21.7244
Si  23.1258  14.976  21.7033
Si  25.8179  1.368  21.7249
Si  23.1313  4.0936  21.7644
Si  25.8808  6.7743  21.7717
Si  23.1308  9.5197  21.7201
Si  25.848  12.2374  21.7047
Si  28.5376  14.9627  21.6608
Si  31.256  1.3761  21.7492
Si  28.5563  4.0697  21.7638
Si  31.2832  6.7609  21.7333
Si  28.523  9.4673  21.7125
Si  31.288  12.2183  21.6449
Si  2.7541  -0.0633  23.1144
Si  5.4461  2.6894  23.1936
Si  2.7449  5.3736  23.1438
Si  5.4644  8.1281  23.1602
Si  2.7394  10.8184  23.1261
Si  5.4566  13.5258  23.1973
Si  8.1236  0.0449  23.2022
Si  10.8752  2.7122  23.1763
Si  8.1973  5.4036  23.2099
Si  10.8516  8.2022  23.2023
Si  8.1137  10.8881  23.2696
Si  10.8508  13.618  23.182
Si  13.566  -0.0267  23.1279
Si  16.3527  2.7727  23.0188
Si  13.5869  5.512  23.0852
Si  16.361  8.1713  23.1294
Si  13.5941  10.9213  23.0989
Si  16.2989  13.63  23.1002
Si  19.0465  0.0349  23.0087
Si  21.7821  2.7401  23.1411
Si  19.0905  5.4407  23.1149
Si  21.7863  8.1703  23.095
Si  19.0159  10.8868  23.0561
Si  21.7991  13.5986  23.0548
Si  24.4315  0.0403  23.0865
Si  27.1955  2.6854  23.0977
Si  24.5188  5.4239  23.1312
Si  27.2363  8.1074  23.1747
Si  24.5061  10.8682  23.0605
Si  27.1842  13.6407  23.0345
Si  29.8941  -0.0473  23.0429
Si  -0.059  2.7819  23.1073
Si  29.912  5.445  23.1238
Si  0.0255  8.0818  23.09
Si  29.928  10.8455  22.9557
Si  -0.0459  13.6155  22.9955
Si  1.3196  1.3458  24.3165
Si  4.0953  4.0346  24.5608
Si  1.3546  6.6864  24.4815
Si  4.1204  9.4731  24.5365
Si  1.2875  12.2465  24.3015
Si  4.1048  14.8784  24.531
Si  6.7748  1.382  24.6382
Si  9.5567  4.0471  24.6064
Si  6.8071  6.7553  24.5408
Si  9.4804  9.5348  24.6244
Si  6.7158  12.1854  24.7099
Si  9.4712  14.9979  24.5347
Si  12.227  1.3237  24.5084
Si  15.0295  4.1825  24.3412
Si  12.2732  6.8692  24.51
Si  14.99  9.5898  24.4279
Si  12.2416  12.2461  24.506
Si  14.9227  14.9509  24.4962
Si  17.6744  1.3801  24.3541
Si  20.4317  4.0882  24.5194
Si  17.7637  6.806  24.4826
Si  20.3822  9.5404  24.4008
Si  17.674  12.261  24.4145
Si  20.4422  15.0259  24.3311
Si  23.1238  1.3915  24.5375
Si  25.8656  4.0265  24.499
Si  23.183  6.8381  24.4646
Si  25.8447  9.5139  24.4443
Si  23.1591  12.2211  24.4193
Si  25.7771  14.9824  24.3988
Si  28.5364  1.2666  24.4138
Si  -1.4056  4.1518  24.554
Si  28.6338  6.7677  24.5932
Si  -1.4147  9.4541  24.3235
Si  28.6452  12.2793  24.2661
Si  -1.3977  14.924  24.4089
Si  -0.0302  0.0071  25.6653
Si  2.6016  2.6604  25.7452
Si  -0.032  5.5119  26.0067
Si  2.7888  7.9877  25.7806
Si  -0.0753  10.8623  25.5686
Si  2.611  13.4973  25.7403
Si  5.404  -0.0486  25.9644
Si  8.1715  2.7236  26.0559
Si  5.527  5.3309  25.9467
Si  8.0703  8.1669  25.9591
Si  5.3051  10.8044  26.1369
Si  8.1003  13.6624  25.9436
Si  10.8294  0.0237  25.9367
Si  13.7401  2.7381  25.608
Si  10.9551  5.4967  25.8776
Si  13.6415  8.2717  25.8289
Si  10.8915  10.9151  25.9264
Si  13.5903  13.5955  25.9073
Si  16.307  0.051  25.7344
Si  19.0047  2.6895  25.7804
Si  16.3373  5.4856  25.8086
Si  19.138  8.1719  25.8458
Si  16.3284  10.9491  25.8193
Si  19.0933  13.6508  25.6286
Si  21.7077  0.0277  25.8273
Si  24.5397  2.6688  25.9469
Si  21.8569  5.4483  25.8367
Si  24.4914  8.2338  25.8944
Si  21.733  10.8932  25.7341
Si  24.4705  13.6162  25.7896
Si  27.1379  -0.0473  25.7941
Si  29.8728  2.6316  25.7563
Si  27.2451  5.3534  25.8894
Si  30.0355  8.1852  25.9173
Si  27.313  10.9309  25.5692
Si  29.9365  13.5402  25.7878
Si  1.482  15.1268  26.9446
Si  3.6478  1.0492  27.058
Si  1.0254  3.733  27.1237
Si  4.2706  6.7907  27.2186
Si  1.354  9.4987  26.7559
Si  3.391  11.8355  27.1991
Si  6.9779  15.1989  27.3863
Si  9.2554  1.1003  27.3639
Si  7.1457  4.3593  27.4429
Si  9.3443  6.6374  27.1709
Si  6.414  9.0985  27.4247
Si  9.7615  12.5637  27.1594
Si  11.9936  14.7551  27.1923
Si  15.2106  1.6465  27.0649
Si  12.436  4.0374  26.9632
Si  15.3341  7.2191  27.0597
Si  12.4997  9.7966  27.2384
Si  14.7337  12.0077  27.2274
Si  17.8712  15.1372  26.913
Si  20.0225  1.0598  27.141
Si  17.4207  3.8353  27.0662
Si  20.7455  7.0177  27.1599
Si  17.5763  9.4169  27.075
Si  20.6532  12.5656  26.9748
Si  22.868  14.7673  27.0986
Si  26.0666  1.4291  27.3091
Si  23.4706  4.3582  27.1797
Si  25.6918  6.6146  27.1075
Si  22.8072  9.3773  27.1533
Si  26.147  12.4088  26.8952
Si  28.2577  14.638  27.018
Si  -1.178  1.497  27.0481
Si  28.3133  3.6432  27.1554
Si  -0.8409  7.3739  27.3589
Si  28.8013  9.8507  26.9981
Si  -1.5403  11.9172  27.0642
Si  8.9072  12.2869  30.0413
Si  20.615  6.7419  35.5249
Si  6.616  10.3305  30.2299
Si  6.547  1.2411  31.4666
Si  24.8585  9.9235  37.6128
Si  2.4266  0.4018  32.1129
Si  10.8017  7.3306  32.242
Si  13.3494  0.337  29.3117
Si  8.858  -0.2635  37.5249
Si  11.2393  2.1744  32.996
Si  10.1316  4.3781  31.2572
Si  2.6051  6.7563  31.736
Si  19.7469  15.3733  33.0787
Si  17.0186  12.6658  37.3451
Si  20.8382  9.2024  34.1247
Si  15.4243  15.5397  31.3056
Si  22.7199  1.6992  31.5003
Si  13.6619  5.8435  29.1571
Si  15.8416  8.4567  34.7989
Si  20.0697  2.2579  30.0483
Si  16.9471  2.7456  37.2789
Si  23.813  4.1592  30.0789
Si  26.294  0.6161  35.5446
Si  -1.4054  1.146  35.6078
Si  24.502  11.0137  29.151
Si  24.4375  -0.2223  29.5259
Si  19.3329  5.0689  29.2543
Si  25.9183  9.1127  31.2551
Si  18.8569  11.3074  29.2438
Si  26.8248  11.6877  32.7192
Si  24.7668  13.4212  31.003
Si  5.808  14.5702  34.7267
Si  0.8454  14.1748  31.9279
Si  30.1494  15.4711  37.7446
Si  30.5586  8.1959  32.8101
Si  2.7005  4.5721  37.4191
Si  29.3019  3.5299  35.3454
Si  9.5503  8.588  34.6882
Si  22.4835  7.9925  37.6501
Si  5.308  9.976  32.8303
Si  0.5916  7.2675  33.8189
Si  14.0519  14.3646  33.8551
Si  7.0474  14.6538  30.38
Si  2.4638  9.8322  31.6375
Si  16.6903  10.9322  32.9177
Si  11.229  7.8544  29.3281
Si  5.4423  5.6967  32.622
Si  5.1249  12.9922  32.3486
Si  13.6843  14.7214  36.6593
Si  19.1487  9.7777  31.6475
Si  11.3078  12.7211  31.7967
Si  18.3405  13.032  34.6747
Si  14.6808  6.0544  31.9228
Si  11.1841  15.3907  33.0045
Si  12.6367  11.6963  36.7647
Si  21.9375  6.6942  33.0658
Si  10.2482  11.7035  34.6585
Si  16.6819  2.9715  34.1872
Si  15.0995  10.1997  36.9942
Si  23.4967  0.0268  36.6775
Si  16.5922  13.4054  29.2796
Si  26.4151  4.1803  31.2061
Si  29.195  10.951  36.3277
Si  19.1434  5.0289  37.5815
Si  13.8621  11.6166  32.5768
Si  24.5226  6.3706  31.762
Si  4.6388  3.954  35.176
Si  30.2485  6.8278  29.9953
Si  26.4335  11.7253  35.7465
Si  1.0627  9.6856  35.5014
Si  4.9361  1.0227  34.0247
Si  27.5937  7.9905  29.1316
Si  0.3137  2.5412  37.6785
Si  5.362  12.9499  37.4247
Si  -1.5507  8.7008  36.9573
Si  11.7611  3.1462  35.7068
Si  29.8015  1.4203  31.4746
Si  3.2591  10.6732  37.4716
Si  3.8435  2.061  30.0124
Si  27.4785  2.2417  33.3028
Si  6.7667  5.53  36.535
Si  0.2822  11.5361  33.1418
Si  6.6008  7.7369  34.5315
Si  9.5174  4.8778  37.0692
Si  3.8996  11.8192  30.0411
Si  2.8545  4.8866  29.3997
Si  -0.3903  0.3474  32.9041
Si  13.5291  8.4726  33.0428
Si  11.1266  2.4336  29.1275
Si  8.752  14.3991  34.8356
Si  13.7169  3.7207  33.5929
Si  10.7614  7.6085  37.4041
Si  7.2154  4.0258  30.5545
Si  17.2151  5.9667  33.5592
Si  11.7935  0.6046  37.2276
Si  19.4024  6.7055  31.6464
Si  29.8661  11.2282  33.4358
Si  17.8233  1.1276  31.8364
Si  22.1668  13.6305  37.5095
Si  30.0944  15.8901  29.1663
Si  22.3005  13.967  32.9848
Si  27.4851  2.6198  37.5836
Si  -1.8557  6.35  35.1118
Si  22.1102  0.302  34.195
Si  29.2758  4.1737  30.0352
Si  -0.264  13.7435  29.1732
Si  21.24  11.9356  35.0296
Si  27.328  14.5602  36.949
Si  1.3747  14.9399  5.4737
Si  4.1026  1.3617  5.4694
Si  1.3954  4.0025  5.5085
Si  4.1137  6.7594  5.5126
Si  1.3943  9.4912  5.4824
Si  4.0866  12.2011  5.4634
Si  6.7928  14.9327  5.4923
Si  9.4801  1.3624  5.5153
Si  6.7764  4.0639  5.4546
Si  9.5216  6.8073  5.4115
Si  6.8088  9.4991  5.4531
Si  9.4939  12.2369  5.4632
Si  12.2274  14.9653  5.4386
Si  14.9428  1.4045  5.3777
Si  12.231  4.1371  5.4331
Si  14.9141  6.841  5.422
Si  12.2215  9.502  5.4475
Si  14.9678  12.2332  5.4165
Si  17.6795  15.0088  5.4061
Si  20.3825  1.3822  5.3698
Si  17.6632  4.0938  5.3836
Si  20.3756  6.8163  5.4173
Si  17.6535  9.5624  5.3863
Si  20.375  12.2991  5.4035
Si  23.0993  15.0057  5.3812
Si  25.8176  1.3446  5.4536
Si  23.0939  4.0737  5.4191
Si  25.834  6.7987  5.4843
Si  23.1694  9.5579  5.422
Si  25.8947  12.272  5.3978
Si  28.5829  14.9106  5.3677
Si  31.2865  1.2906  5.466
Si  28.5619  4.0502  5.5156
Si  31.3383  6.8007  5.5253
Si  28.605  9.5345  5.5026
Si  31.3104  12.2216  5.4973
Si  2.7431  -0.0173  6.8199
Si  5.4436  2.7146  6.8439
Si  2.7362  5.4022  6.8521
Si  5.4722  8.1394  6.8393
Si  2.7438  10.852  6.8411
Si  5.4316  13.5705  6.8334
Si  8.1359  -0.013  6.8553
Si  10.8863  2.7432  6.7998
Si  8.1649  5.4375  6.7832
Si  10.8675  8.1481  6.809
Si  8.1466  10.8727  6.8232
Si  10.8838  13.5909  6.8044
Si  13.5923  0.0343  6.7626
Si  16.3107  2.7372  6.7606
Si  13.5858  5.4751  6.8058
Si  16.2966  8.2006  6.7624
Si  13.5978  10.8788  6.7821
Si  16.3185  13.6237  6.7598
Si  19.0439  0.0297  6.767
Si  21.7347  2.719  6.7715
Si  19.0167  5.4498  6.768
Si  21.7679  8.183  6.7537
Si  19.0234  10.9133  6.7548
Si  21.7539  13.6388  6.7603
Si  24.4489  0.0008  6.7969
Si  27.1761  2.6969  6.8315
Si  24.4473  5.4362  6.8003
Si  27.2164  8.1602  6.822
Si  24.5231  10.9133  6.7749
Si  27.2299  13.6047  6.7891
Si  29.9132  -0.062  6.7954
Si  0.0047  2.6588  6.8358
Si  29.9432  5.4256  6.84
Si  0.0447  8.1546  6.8731
Si  29.9491  10.882  6.8639
Si  0.014  13.5968  6.8429
Si  1.375  1.322  8.1936
Si  4.096  4.0633  8.2139
Si  1.388  6.7726  8.2108
Si  4.1022  9.4943  8.1962
Si  1.3794  12.2257  8.1878
Si  4.089  14.9446  8.19
Si  6.7904  1.3513  8.2067
Si  9.5169  4.085  8.1625
Si  6.8314  6.7847  8.1856
Si  9.5217  9.5191  8.1714
Si  6.7961  12.2231  8.193
Si  9.529  14.9511  8.1767
Si  12.2455  1.3785  8.151
Si  14.9577  4.0969  8.1367
Si  12.2262  6.8072  8.1795
Si  14.9508  9.5338  8.1543
Si  12.245  12.2357  8.1563
Si  14.95  14.9794  8.1218
Si  17.668  1.3764  8.1274
Si  20.3787  4.0889  8.1304
Si  17.6579  6.8225  8.1192
Si  20.3927  9.5421  8.1092
Si  17.672  12.2653  8.1315
Si  20.3968  14.9863  8.1349
Si  23.0972  1.3702  8.1485
Si  25.8169  4.0789  8.1644
Si  23.0983  6.8153  8.1436
Si  25.8503  9.5355  8.1571
Si  23.122  12.262  8.1151
Si  25.8369  14.9573  8.1362
Si  28.5594  1.3249  8.1555
Si  31.2983  4.0501  8.1839
Si  28.5708  6.7923  8.1804
Si  31.3055  9.5132  8.2097
Si  28.5678  12.2488  8.1825
Si  31.2785  14.9397  8.1909
Si  0.0045  -0.0231  9.5472
Si  2.7276  2.6953  9.5518
Si  0.0118  5.4137  9.549
Si  2.7453  8.1391  9.5598
Si  0.0226  10.8745  9.5581
Si  2.7311  13.5862  9.5495
Si  5.44  -0.0156  9.5572
Si  8.1687  2.7201  9.5362
Si  5.4643  5.4314  9.5508
Si  8.1758  8.1557  9.5431
Si  5.4483  10.8631  9.5565
Si  8.1669  13.5913  9.5368
Si  10.8892  0.0089  9.5175
Si  13.6042  2.7357  9.5099
Si  10.8735  5.4392  9.5335
Si  13.5949  8.1729  9.5215
Si  10.8857  10.8806  9.5245
Si  13.601  13.6151  9.5003
Si  16.3117  0.0118  9.4912
Si  19.0225  2.7325  9.4976
Si  16.3119  5.4603  9.498
Si  19.0309  8.1782  9.4773
Si  16.3148  10.902  9.5001
Si  19.0345  13.6192  9.492
Si  21.7468  0.0119  9.5113
Si  24.459  2.7205  9.5163
Si  21.7384  5.4492  9.4962
Si  24.4731  8.1701  9.4985
Si  21.7562  10.897  9.4756
Si  24.4769  13.6024  9.4991
Si  27.1911  -0.0147  9.517
Si  29.9201  2.691  9.5208
Si  27.1935  5.4326  9.519
Si  29.9309  8.1482  9.5439
Si  27.2048  10.8826  9.5285
Si  29.9248  13.5899  9.5526
Si  1.367  14.9415  10.9067
Si  4.0854  1.3434  10.9154
Si  1.3728  4.0595  10.9081
Si  4.105  6.7844  10.915
Si  1.38  9.5056  10.9082
Si  4.0909  12.2279  10.9096
Si  6.8117  14.9489  10.9039
Si  9.5302  1.3592  10.8899
Si  6.8159  4.0709  10.9095
Si  9.5277  6.7974  10.9045
Si  6.8131  9.5068  10.9077
Si  9.5275  12.2345  10.8927
Si  12.2438  14.9656  10.8759
Si  14.9583  1.3683  10.8661
Si  12.2408  4.0813  10.8835
Si  14.9543  6.8082  10.8738
Si  12.24  9.5256  10.8896
Si  14.955  12.2549  10.8677
Si  17.6693  14.9722  10.8567
Si  20.381  1.3721  10.8631
Si  17.6674  4.0952  10.8606
Si  20.3806  6.8142  10.8516
Si  17.6738  9.5322  10.8527
Si  20.3941  12.2509  10.847
Si  23.1138  14.9642  10.8594
Si  25.8296  1.356  10.8669
Si  23.0994  4.0899  10.8627
Si  25.8319  6.8054  10.8631
Si  23.1078  9.5331  10.8502
Si  25.8324  12.2435  10.8717
Si  28.5537  14.9551  10.8896
Si  31.284  1.346  10.8934
Si  28.559  4.0645  10.8704
Si  31.2905  6.7834  10.897
Si  28.5655  9.5182  10.8865
Si  31.2905  12.2303  10.9063
Si  2.7262  -0.0179  12.2675
Si  5.4525  2.7079  12.264
Si  2.7373  5.4215  12.2623
Si  5.4585  8.1478  12.2723
Si  2.7359  10.8655  12.2689
Si  5.4529  13.589  12.2646
Si  8.1707  -0.0019  12.2545
Si  10.8853  2.7216  12.2514
Si  8.1708  5.4362  12.267
Si  10.8864  8.1625  12.2561
Si  8.1718  10.8744  12.258
Si  10.8853  13.6045  12.2436
Si  13.5993  0.0099  12.2347
Si  16.3121  2.7324  12.2276
Si  13.5967  5.4479  12.2403
Si  16.3164  8.1736  12.2256
Si  13.5993  10.8933  12.2385
Si  16.3135  13.614  12.2272
Si  19.0242  0.0098  12.2231
Si  21.7429  2.729  12.2228
Si  19.0274  5.4538  12.2207
Si  21.7476  8.1708  12.2107
Si  19.0326  10.8923  12.2133
Si  21.7501  13.6048  12.2165
Si  24.471  -0.0014  12.2263
Si  27.195  2.7113  12.2274
Si  24.4694  5.4451  12.2182
Si  27.1957  8.1561  12.2295
Si  24.469  10.8815  12.2221
Si  27.1937  13.5933  12.2407
Si  29.921  -0.0111  12.2475
Si  0.0061  2.7015  12.2568
Si  29.921  5.4211  12.2377
Si  0.0125  8.1445  12.2561
Si  29.9264  10.8687  12.2532
Si  0.0099  13.5858  12.2659
Si  1.3677  1.3457  13.6197
Si  4.0954  4.0657  13.6255
Si  1.3764  6.7861  13.6134
Si  4.097  9.5067  13.6272
Si  1.3739  12.2264  13.6217
Si  4.0931  14.9474  13.6244
Si  6.8126  1.3516  13.6235
Si  9.5291  4.0761  13.6231
Si  6.8147  6.7904  13.6332
Si  9.5259  9.5167  13.62
Si  6.8132  12.2301  13.6216
Si  9.5268  14.9575  13.6138
Si  12.2422  1.3618  13.6093
Si  14.9539  4.0868  13.5983
Si  12.2414  6.8007  13.6136
Si  14.9555  9.5274  13.5949
Si  12.2385  12.2449  13.6075
Si  14.9536  14.9692  13.5955
Si  17.6678  1.3694  13.5884
Si  20.3861  4.0913  13.5817
Si  17.6708  6.8101  13.588
Si  20.3887  9.5295  13.5748
Si  17.6713  12.2479  13.5822
Si  20.3872  14.9652  13.5765
Si  23.1068  1.3645  13.5767
Si  25.8339  4.0813  13.5741
Si  23.1093  6.8087  13.5724
Si  25.833  9.5195  13.5809
Si  23.1079  12.243  13.5786
Si  25.8314  14.9592  13.5897
Si  28.557  1.3547  13.5923
Si  31.2848  4.0685  13.6029
Si  28.5595  6.7916  13.5839
Si  31.2904  9.5081  13.6095
Si  28.5596  12.2334  13.5994
Si  31.2845  14.9509  13.6098
Si  0.0077  -0.0152  14.9723
Si  2.7335  2.7025  14.9784
Si  0.0123  5.4239  14.962
Si  2.7373  8.1403  14.9791
Si  0.0127  10.8651  14.9729
Si  2.7365  13.5837  14.9811
Si  5.4528  -0.0103  14.9832
Si  8.1676  2.716  14.9851
Si  5.4545  5.4254  14.9875
Si  8.1721  8.1568  14.988
Si  5.4593  10.8665  14.9832
Si  8.1686  13.5958  14.9787
Si  10.8801  0.0033  14.9734
Si  13.5956  2.7303  14.9674
Si  10.883  5.4428  14.9822
Si  13.5988  8.1677  14.966
Si  10.8802  10.8839  14.9745
Si  13.5933  13.6118  14.9628
Si  16.3081  0.0125  14.9553
Si  19.0282  2.7309  14.9442
Si  16.3125  5.4513  14.9545
Si  19.0336  8.1715  14.9424
Si  16.3105  10.8926  14.9516
Si  19.0295  13.6075  14.9428
Si  21.746  0.0055  14.9357
Si  24.4739  2.7228  14.9303
Si  21.7533  5.4496  14.9352
Si  24.4726  8.1601  14.9373
Si  21.7488  10.8837  14.9384
Si  24.4672  13.5986  14.9411
Si  27.197  -0.0049  14.9472
Si  29.9207  2.7095  14.9528
Si  27.1964  5.4353  14.9376
Si  29.9231  8.1418  14.9505
Si  27.196  10.8695  14.947
Si  29.9242  13.5883  14.9608
Si  1.3736  14.9461  16.3314
Si  4.0941  1.3475  16.3446
Si  1.3747  4.0693  16.3271
Si  4.0979  6.7844  16.3465
Si  1.3764  9.5033  16.3294
Si  4.1024  12.2262  16.339
Si  6.8112  14.9513  16.345
Si  9.5236  1.357  16.346
Si  6.8101  4.0697  16.3548
Si  9.5256  6.7986  16.3517
Si  6.8131  9.5108  16.3529
Si  9.5199  12.2358  16.3443
Si  12.2318  14.9627  16.3345
Si  14.9517  1.3705  16.3259
Si  12.2388  4.0832  16.3423
Si  14.9545  6.8054  16.3256
Si  12.2343  9.5207  16.3321
Si  14.9475  12.2486  16.3196
Si  17.6685  14.967  16.306
Si  20.3893  1.3677  16.2977
Si  17.6722  4.0891  16.3105
Si  20.3999  6.812  16.2978
Si  17.6708  9.5288  16.3045
Si  20.3908  12.2454  16.2996
Si  23.106  14.9648  16.2933
Si  25.8329  1.3634  16.2915
Si  23.1207  4.0883  16.2879
Si  25.8371  6.7973  16.2932
Si  23.1109  9.5203  16.294
Si  25.8284  12.2323  16.2944
Si  28.561  14.9555  16.306
Si  31.2836  1.3532  16.3145
Si  28.5577  4.0766  16.2974
Si  31.2871  6.7838  16.3103
Si  28.5607  9.5041  16.3018
Si  31.29  12.2308  16.322
Si  2.7356  -0.0202  17.697
Si  5.4518  2.7032  17.7149
Si  2.7407  5.4149  17.6983
Si  5.4602  8.1408  17.712
Si  2.7496  10.8537  17.6873
Si  5.4579  13.5849  17.7062
Si  8.1654  -0.0066  17.7093
Si  10.8732  2.7273  17.7071
Si  8.163  5.4403  17.7153
Si  10.8825  8.1642  17.7104
Si  8.1662  10.8755  17.7165
Si  10.8697  13.6049  17.7032
Si  13.5829  0.0158  17.6869
Si  16.3127  2.7356  17.6814
Si  13.5976  5.4489  17.6991
Si  16.3114  8.1773  17.6747
Si  13.5794  10.8954  17.6855
Si  16.3089  13.6107  17.6729
Si  19.0266  0.0116  17.6606
Si  21.7627  2.7287  17.6421
Si  19.04  5.455  17.6549
Si  21.7662  8.1595  17.6652
Si  19.0354  10.8827  17.6609
Si  21.7493  13.6078  17.6572
Si  24.4706  0.0051  17.6442
Si  27.1898  2.7252  17.6505
Si  24.4811  5.4411  17.6554
Si  27.1998  8.1456  17.6593
Si  24.4687  10.8748  17.655
Si  27.1932  13.5889  17.6461
Si  29.9187  -0.0016  17.667
Si  0.0097  2.7079  17.6738
Si  29.9257  5.4217  17.6611
Si  0.0105  8.1368  17.6723
Si  29.9285  10.8558  17.6601
Si  0.0132  13.5878  17.6867
Si  1.3745  1.3549  19.0344
Si  4.0973  4.0627  19.0795
Si  1.3727  6.7811  19.0346
Si  4.1043  9.5005  19.0672
Si  1.3892  12.2161  19.0285
Si  4.0971  14.9414  19.0632
Si  6.81  1.3433  19.0809
Si  9.5158  4.0838  19.079
Si  6.8113  6.7906  19.0957
Si  9.5191  9.5145  19.0824
Si  6.8115  12.2345  19.085
Si  9.5113  14.9537  19.0804
Si  12.2221  1.3638  19.0668
Si  14.9563  4.0883  19.0577
Si  12.2408  6.8049  19.0711
Si  14.9416  9.5377  19.0332
Si  12.2121  12.2378  19.0649
Si  14.9427  14.9722  19.0315
Si  17.6772  1.374  19.031
Si  20.4204  4.1022  18.9976
Si  17.6834  6.8153  19.0168
Si  20.401  9.5208  19.0156
Si  17.6739  12.2426  19.019
Si  20.3878  14.9724  19.0141
Si  23.1196  1.3717  19.0047
Si  25.8374  4.0827  19.019
Si  23.136  6.8002  19.0266
Si  25.8267  9.5029  19.0066
Si  23.1138  12.2455  19.0098
Si  25.8335  14.9599  18.9902
Si  28.548  1.3702  19.0065
Si  31.2843  4.0632  19.0259
Si  28.5632  6.7776  19.0134
Si  31.2872  9.4933  19.0248
Si  28.5488  12.213  18.9927
Si  31.2883  14.967  19.0257
Si  0.0041  0.0209  20.3926
Si  2.7358  2.6837  20.4226
Si  0.0138  5.4151  20.3807
Si  2.7419  8.1209  20.4038
Si  0.0391  10.8382  20.3659
Si  2.7417  13.5637  20.4064
Si  5.4594  -0.0342  20.4413
Si  8.1555  2.7211  20.4418
Si  5.4568  5.4179  20.457
Si  8.1749  8.1526  20.4625
Si  5.465  10.855  20.4396
Si  8.157  13.5997  20.4636
Si  10.857  0.0073  20.438
Si  13.5809  2.7316  20.4189
Si  10.8737  5.4508  20.4388
Si  13.5878  8.1943  20.4159
Si  10.8439  10.8951  20.4546
Si  13.5778  13.6145  20.3922
Si  16.2972  0.0197  20.3853
Si  19.0711  2.747  20.3498
Si  16.3287  5.4701  20.3879
Si  19.052  8.1581  20.3816
Si  16.3081  10.8922  20.3826
Si  19.0318  13.6055  20.371
Si  21.7589  0.0155  20.3584
Si  24.4677  2.7343  20.3755
Si  21.7767  5.4422  20.3828
Si  24.5057  8.1404  20.3998
Si  21.7611  10.881  20.3685
Si  24.485  13.6059  20.3559
Si  27.1725  0.0165  20.3437
Si  29.904  2.7188  20.379
Si  27.2104  5.4246  20.3839
Si  29.9211  8.1277  20.3753
Si  27.1886  10.8544  20.3548
Si  29.9035  13.5839  20.3284
O  2.5972  -0.1278  27.4681
O  -1.8302  7.1675  36.5176
O  2.3116  10.6194  27.4976
O  30.2467  7.8159  31.2684
O  5.4231  11.3321  29.8084
O  26.827  13.1401  36.4031
O  0.4677  10.9033  34.6186
O  -1.2229  7.0509  28.9094
O  3.9243  9.414  38.2281
O  29.5313  0.135  30.5536
O  28.0977  3.399  34.2654
O  9.0088  11.9443  28.4662
O  8.2939  5.4996  27.6801
O  9.9417  7.3677  28.4942
O  15.9652  11.5485  36.8849
O  1.688  4.2323  28.5126
O  10.8926  13.6392  27.689
O  17.4594  1.44  38.1019
O  16.6242  7.868  39.2301
O  10.9203  12.1479  33.2607
O  23.7115  0.8142  38.0697
O  18.9373  -0.1018  27.4997
O  19.9227  12.029  28.3021
O  19.2192  -0.3083  39.073
O  18.1194  4.4998  28.3693
O  9.177  14.9957  38.6784
O  16.49  8.2796  27.4972
O  23.3881  15.4693  28.4674
O  6.4307  14.7056  28.8589
O  23.0544  3.8317  28.6844
O  26.3329  7.212  28.4876
O  21.7799  8.1956  27.677
O  25.5958  11.4224  28.0519
O  21.2598  5.9204  34.3014
O  30.85  0.7525  28.3598
O  29.9276  10.8949  27.5815
O  27.1775  13.5139  27.5375
O  -1.0008  3.256  38.3161
O  3.8282  3.9186  38.3676
O  25.4953  0.6903  28.6692
O  6.1253  4.8451  31.4284
O  18.8181  14.3847  33.948
O  13.06  3.8521  35.0641
O  20.2393  3.8513  29.8066
O  17.5433  13.4323  36.029
O  0.3863  7.6394  39.1527
O  28.0283  1.5651  38.6593
O  18.2448  11.9442  38.0802
O  10.2336  8.866  38.262
O  27.2836  15.6921  35.8048
O  27.8907  7.3361  39.1533
O  13.8889  12.7319  33.7828
O  3.3218  4.5894  35.9158
O  13.8525  5.1395  38.8926
O  12.2844  2.0766  36.7869
O  -1.7074  8.9968  38.5321
O  29.2941  11.6093  37.8303
O  23.2428  10.2939  28.4381
O  22.8076  12.7937  38.715
O  24.1282  12.365  29.9449
O  28.6993  3.3521  36.8283
O  11.108  14.3356  31.7684
O  8.2688  5.0957  36.0611
O  3.6889  9.9118  32.7117
O  2.9225  -0.4135  39.1401
O  19.932  9.981  33.0384
O  4.1794  6.5564  32.0681
O  5.8606  4.242  36.1969
O  4.885  4.6877  33.7589
O  21.8928  12.5973  36.3285
O  6.7362  3.9601  28.9883
O  10.6024  8.0325  35.8292
O  18.7768  -0.1489  32.0951
O  28.472  11.7849  32.7393
O  13.3836  4.615  28.16
O  20.9961  6.4114  31.7718
O  6.6395  12.3914  38.2632
O  6.2258  1.2479  33.0569
O  0.3118  8.5294  27.5983
O  13.632  10.8879  27.6975
O  -0.7482  12.4099  28.4039
O  20.4174  1.6016  28.6129
O  -0.3823  15.1806  32.2702
O  19.6476  12.1698  35.0508
O  10.976  2.2733  34.5887
O  27.9455  9.3027  28.2675
O  15.6391  3.3468  38.0534
O  14.0476  -0.2795  30.6211
O  13.7036  10.5821  36.261
O  18.1472  10.091  28.4427
O  26.5409  1.1802  34.0657
O  26.5479  1.8364  36.5543
O  12.4134  15.6958  36.3836
O  19.7249  10.7108  30.4692
O  12.8387  12.2563  31.4901
O  0.7873  14.5464  28.2758
O  27.2398  8.4296  30.6334
O  18.6877  6.3807  33.0571
O  17.3881  12.1524  33.7091
O  4.0347  1.7591  28.4509
O  18.5822  1.9697  30.6596
O  5.7521  9.0684  34.1051
O  11.8883  9.1443  28.6101
O  22.3776  0.7395  35.7314
O  28.8193  15.3628  28.3508
O  2.1626  15.1341  31.8173
O  28.8834  14.5267  37.415
O  2.2568  8.2716  31.3014
O  15.4  11.4821  32.105
O  12.7221  2.7926  32.6944
O  25.8256  5.4515  32.0216
O  -1.5481  14.6673  29.4437
O  25.1545  14.8377  30.2842
O  26.3403  14.9577  38.1935
O  16.7225  7.1195  34.5931
O  23.6087  9.027  37.1343
O  2.2324  5.9754  38.1289
O  7.2098  -0.1596  30.9759
O  5.3121  -0.2266  34.9973
O  24.9363  7.9268  31.7359
O  21.8584  7.1674  36.4438
O  8.1172  -0.0055  27.7409
O  1.0007  1.4495  38.6373
O  15.0855  14.9621  32.7755
O  2.638  1.2485  30.737
O  20.1846  6.1789  28.4401
O  0.4281  13.0566  39.2245
O  12.4287  0.3374  38.6784
O  30.3412  0.2349  36.5847
O  5.8227  13.7119  36.0905
O  23.1361  6.9001  38.6075
O  26.3855  10.1573  32.3868
O  8.3906  10.5547  39.0646
O  3.6739  3.6747  30.1124
O  29.97  -0.0813  39.1561
O  8.4416  13.8264  30.2799
O  12.2611  1.4607  29.7406
O  22.0409  2.4714  39.1332
O  3.8292  12.7124  31.3974
O  2.4223  10.1645  36.206
O  30.3413  2.3454  35.0249
O  22.7438  15.1284  34.0269
O  -1.3608  1.3321  32.0921
O  9.676  10.1966  34.5204
O  24.4897  10.735  38.9574
O  1.6571  6.3981  32.9922
O  30.0092  7.1272  33.9065
O  12.6301  15.4446  28.5229
O  -1.326  11.719  32.8377
O  16.6701  2.3964  35.717
O  27.5236  12.99  39.2943
O  29.9646  5.2029  39.2054
O  14.4753  1.0132  28.3669
O  2.1733  5.7722  30.546
O  11.052  2.3476  39.418
O  20.5068  0.1539  34.0028
O  7.3106  14.5007  34.0931
O  18.4306  6.1731  38.4407
O  17.1855  14.4079  28.1757
O  23.4487  6.1956  32.9442
O  2.2412  11.3906  38.4779
O  9.1338  12.8266  35.0445
O  8.0271  8.2499  35.0851
O  25.4022  3.7923  29.9993
O  17.5557  2.0465  33.1644
O  24.7483  5.0417  39.3728
O  16.32  2.736  27.5938
O  17.2481  4.4975  34.2384
O  20.7999  14.2842  38.0681
O  23.7671  5.7496  30.4484
O  0.9616  13.0125  33.0489
O  29.8978  9.6203  33.186
O  14.2904  5.3286  30.5396
O  19.5721  5.7552  36.2191
O  28.871  7.0219  29.1664
O  5.2862  7.9529  27.775
O  29.7314  2.7516  30.587
O  11.3544  11.6669  35.8205
O  16.4107  0.5036  31.3505
O  9.6495  7.8205  33.2553
O  11.1192  0.6255  32.5342
O  0.4907  13.3945  30.5517
O  22.7613  1.2859  33.073
O  9.9338  15.119  34
O  24.8167  0.0616  35.7672
O  5.7516  2.2715  39.0735
O  27.2201  2.5372  27.7197
O  23.5467  13.7161  32.0155
O  13.8564  5.2362  33.0516
O  16.3127  9.7324  33.9283
O  5.6364  7.7497  39.1875
O  3.5279  12.5744  28.6637
O  10.9829  3.791  29.9971
O  -0.8912  0.209  34.4206
O  18.7022  5.7977  30.5327
O  12.2172  7.1202  38.0043
O  1.1003  0.9651  32.8471
O  9.1956  3.8816  38.3056
O  -0.2873  6.2211  34.6921
O  14.5061  15.1876  37.974
O  10.1768  0.6092  37.1926
O  26.0891  12.7429  31.6996
O  13.2136  13.1964  36.8539
O  20.4288  4.4193  38.35
O  -0.1057  2.6267  27.5617
O  16.0814  14.3006  30.5064
O  -0.0901  9.2438  36.5413
O  11.503  2.8785  27.6265
O  5.1645  1.5025  30.7057
O  26.202  11.9962  34.1805
O  4.8011  13.9105  33.6342
O  -0.4613  8.1561  32.9437
O  25.1683  11.0064  36.4478
O  7.005  9.4854  28.9036
O  16.403  13.599  38.5134
O  5.6911  11.5655  32.9208
O  9.8223  6.3316  37.7025
O  4.5585  14.0161  38.3282
O  -0.1264  1.7678  36.3499
O  26.6116  3.7171  38.3447
O  21.783  13.6178  27.5166
O  12.3001  11.283  38.2884
O  6.1278  13.8014  31.3821
O  19.5345  10.3594  39.4166
O  26.5499  2.92  32.1872
O  12.1034  7.7555  33.085
O  24.5567  5.5283  27.5386
O  10.1409  3.1428  32.3058
O  16.2478  5.9197  32.261
O  3.6758  0.6051  33.1027
O  6.9149  5.8071  38.1213
O  3.737  5.8978  28.4833
O  7.6402  0.6597  38.0998
O  11.0821  13.3237  39.3112
O  29.1886  4.1617  28.425
O  14.3234  7.6507  31.8653
O  7.8851  11.2159  30.6899
O  29.8097  11.7144  35.0101
O  14.8388  9.7749  38.5239
O  8.6503  4.7492  30.7398
O  17.6299  10.2591  31.8152
O  19.9599  8.1534  35.0143
O  21.5183  10.3431  35.0361
O  20.9189  14.5308  32.2956
O  21.9497  8.3015  33.36
O  28.6901  1.4282  32.6289
O  10.75  5.7352  31.9066
O  17.7436  12.3719  29.7431
O  14.6044  14.7529  35.3277
O  6.0843  9.4375  31.4856
O  15.3611  12.5967  28.6097
O  29.9093  9.526  36.274
O  13.3818  10.0854  32.8878
O  1.1005  10.5419  32.1441
O  15.8598  8.9413  36.3305
O  18.1157  3.8428  37.2993
O  6.1011  6.8222  35.7918
O  21.1613  1.6518  31.0689
O  2.9266  10.5561  30.269
O  27.8412  4.5899  30.6233
O  8.4929  15.2054  36.2149
O  27.6443  10.6957  35.9871
O  1.3774  3.6774  37.3354
O  21.9413  12.5847  33.7281
O  4.4073  11.7112  37.0197
O  23.1463  14.8101  37.0249
O  23.208  3.2295  31.2664
O  14.7721  6.7932  28.5118
O  12.2944  6.6496  29.3822
O  21.2993  8.7605  38.4249
O  6.5416  6.7214  33.254
O  26.1157  8.9787  38.0455
O  19.1975  8.2387  31.2154
O  12.6092  15.0772  33.6935
O  25.1414  9.9267  30.1225
O  9.7504  1.6133  28.8578
O  23.6381  0.6935  30.6037
O  10.8066  4.3007  36.2943
O  30.3376  5.295  30.4988
O  10.7646  8.1613  30.8449
O  15.1596  3.0013  33.6379
O  4.5693  2.3518  34.8872
O  10.3606  12.0722  30.6848
O  1.4413  8.3627  34.652
O  14.3051  8.1383  34.4138
O  -1.1774  14.5823  38.0397
O  30.0647  4.936  35.2904
O  7.4599  2.5173  31.1015

Results
total energy: -218739.192 eV
total energy less fixed offsets of O -438.35, Si -107.03 eV per atom: -20.472 eV

Forces (eV/angstrom), in the order of the atoms: element, x, y, z
Si  -0.282  0.2634  0.7428
Si  -0.0098  0.0661  0.6468
Si  0.1683  0.0064  0.6452
Si  0.1107  -0.2737  0.6537
Si  0.0183  0.2056  0.7223
Si  0.1428  -0.17  0.8228
Si  0.1849  -0.0532  0.7643
Si  0.115  -0.2294  0.7221
Si  -0.098  0.1147  0.7891
Si  0.3089  -0.1021  0.7187
Si  -0.141  0.2215  0.7904
Si  -0.1736  0.0993  0.7212
Si  -0.0173  0.088  0.7331
Si  0.2181  0.008  0.7356
Si  -0.1214  0.3109  0.6465
Si  -0.2353  0.0759  0.6642
Si  0.0621  -0.1986  0.7637
Si  0.2535  -0.0381  0.6995
Si  -0.164  0.0224  0.7722
Si  -0.1591  0.2305  0.7004
Si  0.1452  -0.1263  0.7644
Si  0.0386  -0.1632  0.7754
Si  -0.0656  0.0461  0.6678
Si  -0.3899  0.2845  0.6803
Si  0.2613  -0.1599  0.7426
Si  0.1606  -0.231  0.7243
Si  -0.2187  0.054  0.7145
Si  -0.0972  0.1573  0.7729
Si  0.2121  -0.2514  0.6897
Si  -0.0782  -0.0212  0.6202
Si  -0.2764  0.1856  0.5914
Si  -0.1102  0.1591  0.6925
Si  0.1601  -0.2962  0.7571
Si  -0.0383  -0.01  0.4343
Si  -0.1102  0.1617  0.661
Si  0.2954  -0.3073  0.502
Si  -0.0384  0.0035  -0.0323
Si  -0.0077  -0.0023  -0.0417
Si  -0.0018  -0.0202  -0.0354
Si  0.0037  0.0021  -0.0349
Si  0.0026  -0.0051  -0.0543
Si  -0.0035  0.0116  -0.0543
Si  -0.0075  -0.0004  -0.0405
Si  -0.0278  -0.0052  -0.0425
Si  0.0144  -0.027  -0.0733
Si  -0.0159  0.0032  -0.0565
Si  0.0098  -0.0152  -0.0466
Si  -0.0202  -0.0211  -0.0402
Si  0.0105  -0.0184  0.0152
Si  0.019  0.0177  -0.0573
Si  0.0227  0.0097  -0.0638
Si  0.0137  -0.0087  -0.0399
Si  -0.0187  -0.0245  -0.0643
Si  0.0103  0.007  -0.0481
Si  0.045  -0.0075  -0.0609
Si  0.0218  -0.0184  -0.0352
Si  -0.0208  0.0007  -0.0519
Si  -0.0039  0.0043  -0.0357
Si  0.0317  0.0122  -0.0345
Si  -0.0025  0.0162  0.0112
Si  -0.0041  -0.0113  -0.0514
Si  -0.0015  0.0147  -0.0444
Si  0.0081  -0.0202  -0.0503
Si  0.0095  0.0468  -0.0556
Si  -0.002  -0.0004  -0.008
Si  0.0174  0.0235  -0.0134
Si  -0.0364  0.0025  -0.0379
Si  0.0408  -0.0159  -0.0278
Si  -0.0113  -0.0063  -0.0474
Si  0.0026  0.0125  -0.0456
Si  -0.0167  0.0628  -0.0377
Si  -0.026  0.0106  -0.0398
Si  0.0166  -0.0037  0.0256
Si  0.0157  0.0091  -0.0078
Si  0.0235  -0.0255  0.0274
Si  0.01  0.0158  0.0278
Si  -0.0249  -0.0054  0.0123
Si  0.0149  0.0171  0.0287
Si  -0.0004  -0.0383  0.031
Si  0.003  -0.0017  0.0241
Si  0.0065  -0.0047  0.0262
Si  0.0084  0.0038  0.0266
Si  -0.0095  -0.0164  -0.0003
Si  -0.0087  0.0294  0.0076
Si  -0.0212  0.0255  0.036
Si  0.001  0.0105  0.0222
Si  -0.0163  -0.0134  0.0107
Si  0.0114  -0.0093  0.0111
Si  0.0065  0.0114  0.0414
Si  0.0351  -0.0339  0.0103
Si  -0.0297  -0.0031  -0.0068
Si  -0.0038  0.0083  -0.0031
Si  0.0072  0.0073  0.0347
Si  -0.0312  -0.005  0.0406
Si  -0.0288  -0.0025  0.0267
Si  -0.005  0.0205  0.0205
Si  0.0186  0.0158  0.0137
Si  0.0154  -0.0181  0.0309
Si  0.0242  0.0122  0.0027
Si  -0.016  -0.0372  0.036
Si  -0.0093  0.0005  0.0214
Si  -0.0348  0.0028  0.0051
Si  -0.0055  0.0456  0.0157
Si  -0.0165  -0.0183  0.0341
Si  -0.0263  -0.0125  0.0396
Si  -0.0238  0.0203  0.0085
Si  0.041  -0.0307  0.0158
Si  0.0292  -0.0112  0.0273
Si  -0.0002  -0.0229  0.0037
Si  -0.0133  -0.0074  -0.0037
Si  0.0218  0.0016  -0.0088
Si  -0.0269  0.0147  -0.0081
Si  0.0177  -0.0034  0.0244
Si  -0.0069  0.0042  -0.0081
Si  0.0112  -0.0007  -0.0124
Si  -0.0142  -0.0004  -0.0248
Si  -0.0266  0.0103  -0.003
Si  0.0097  0.0088  -0.0186
Si  -0.0125  0.0003  -0.0111
Si  0.0131  0.0011  -0.0021
Si  -0.0189  -0.0006  0.018
Si  0.0272  -0.0075  -0.0234
Si  0.0021  0.0058  -0.0174
Si  -0.0063  -0.0069  -0.0173
Si  -0.004  -0.0121  -0.0067
Si  -0.0057  0.0125  -0.0134
Si  -0.0024  -0.0104  0.0017
Si  0  -0.0024  0.0028
Si  0.0031  -0.0109  -0.0074
Si  0.0025  -0.0108  -0.0039
Si  0.0236  0.027  -0.0062
Si  0.0107  -0.0077  0.0075
Si  0.0008  -0.0122  -0.0156
Si  -0.0055  -0.0031  -0.0101
Si  -0.0033  -0.016  -0.0069
Si  0.0219  0.018  -0.0148
Si  -0.0079  0.0138  0.0006
Si  0.0084  0.0094  0.0268
Si  -0.0144  -0.0131  0.0241
Si  -0.0277  0.0015  0.0009
Si  0.0058  -0.0198  0.0021
Si  -0.005  0.0056  -0.001
Si  0.0172  0.0111  -0.0139
Si  -0.0272  0.0001  -0.0071
Si  0.0063  0.0232  -0.0099
Si  -0.0109  0.0012  -0.0038
Si  0.0016  -0.0053  0.0044
Si  -0.0109  0.0178  -0.003
Si  -0.0091  0.0099  -0.0208
Si  -0.0118  0.0069  0.0019
Si  -0.0054  0.0013  -0.0099
Si  -0.0027  -0.0191  0.0086
Si  -0.0061  0.0012  0.0032
Si  0.0028  -0.0148  -0.0031
Si  0.0138  -0.0046  0.002
Si  0.0061  -0.0037  -0.0032
Si  -0.0098  -0.0077  0.0013
Si  0.0062  -0.0164  -0.0019
Si  -0.006  0.0049  0.0004
Si  0.0168  0.0005  0.0019
Si  0.0026  -0.0035  0.0008
Si  -0.0033  -0.0087  -0.0049
Si  0.0042  -0.0055  -0.012
Si  0.0001  0.0058  -0.0047
Si  0.0023  0.0064  -0.0096
Si  -0.0038  0.0141  -0.0084
Si  -0.0067  0.0029  -0.0171
Si  -0.0051  0.0096  0.0019
Si  0.0018  -0.0036  -0.0132
Si  0.0072  -0.0069  0.0028
Si  0.0026  0.0091  0.0004
Si  0.0041  -0.0038  -0.0001
Si  -0.0038  -0.0108  -0.0051
Si  -0.0026  0.0042  -0.0087
Si  0.0058  -0.0226  -0.0099
Si  0.0045  0.0084  -0.0051
Si  0.0038  0.0001  -0.0067
Si  0.0026  0.0072  -0.0038
Si  -0.0171  -0.0027  0.0025
Si  -0.0042  -0.0043  -0.0211
Si  -0.0071  -0.015  0.0181
Si  0.003  -0.0234  -0.0107
Si  0.0119  -0.0045  -0.0156
Si  -0.0053  -0.0088  0.0014
Si  0.008  -0.027  0.0268
Si  0.0201  -0.0024  0.0003
Si  0.0049  0.0102  0.0017
Si  -0.0068  0.0053  -0.0078
Si  0.0065  0.0081  -0.0011
Si  0  0.0138  0.0009
Si  -0.0223  0.0239  -0.0086
Si  -0.0037  0.0032  0.0067
Si  -0.0003  0.0264  -0.0126
Si  -0.0025  -0.0156  -0.0013
Si  -0.006  0.0018  0.0024
Si  -0.0244  -0.009  0.0204
Si  0.0012  0.0136  0.0062
Si  -0.0029  0.0163  0.0064
Si  -0.012  0.0002  0.001
Si  -0.0078  -0.0112  0.0005
Si  -0.0053  -0.0076  -0.0057
Si  0.0089  -0.0204  0.0137
Si  -0.0055  -0.0141  0.0028
Si  -0.0129  -0.0037  0.0211
Si  -0.0133  -0.0042  0.006
Si  -0.0056  0.0133  0.0094
Si  0  0.0037  0.0147
Si  0.0408  -0.004  -0.0019
Si  0.0028  0.0186  0.0011
Si  0.0164  0.0084  0.0265
Si  -0.0039  0.0069  -0.0076
Si  -0.0096  0.0136  0.0235
Si  0.0116  0.0045  -0.0043
Si  -0.0128  -0.0067  0.0125
Si  0.0182  0.0039  0.0027
Si  -0.022  -0.0049  -0.009
Si  0.0059  0.0027  -0.0474
Si  -0.0091  0.0176  -0.0065
Si  -0.0199  0.0034  0.0024
Si  0.0045  0.0106  -0.0192
Si  0.0071  -0.0037  -0.0191
Si  -0.016  0.033  -0.0101
Si  0.0035  -0.0032  -0.0107
Si  -0.0077  0.0151  -0.0048
Si  -0.0045  0.0023  -0.0198
Si  0.0207  -0.015  0.006
Si  -0.0276  -0.0256  0.0269
Si  0.0185  -0.0172  -0.0148
Si  -0.0129  -0.0257  -0.0221
Si  0.0103  0.0149  -0.038
Si  0.0234  -0.0162  -0.0158
Si  -0.004  0.0095  -0.0447
Si  -0.001  0.0082  -0.0467
Si  -0.0036  -0.0135  -0.0104
Si  0.0162  0.0053  -0.0372
Si  -0.0193  0.0235  -0.0003
Si  0.005  -0.0025  -0.0329
Si  -0.0196  0.0007  -0.0221
Si  0.0078  -0.0255  -0.011
Si  0.0004  0.0234  -0.0427
Si  0.0262  -0.0154  0.0029
Si  -0.0153  0.0101  -0.0243
Si  0.0114  -0.0014  -0.0298
Si  -0.0166  -0.0113  -0.0064
Si  0.0017  0.0109  -0.0223
Si  0.0036  -0.0144  -0.0209
Si  0.0096  -0.0089  -0.0123
Si  0.0283  -0.012  -0.0235
Si  -0.0114  0.0148  -0.0202
Si  -0.0105  -0.0102  -0.0372
Si  0.025  0.0251  -0.0391
Si  -0.0052  -0.008  -0.0139
Si  -0.0022  0.0137  0.0625
Si  -0.0168  -0.0049  0.072
Si  -0.0325  -0.0081  0.0326
Si  0.0315  -0.0143  0.0417
Si  -0.0141  -0.0033  0.0615
Si  0.0233  0.0268  0.0407
Si  -0.0006  -0.0087  0.0543
Si  0.002  0.0132  0.0286
Si  0.0281  -0.0007  0.0467
Si  -0.0143  -0.0183  0.0383
Si  -0.021  -0.0033  0.065
Si  0.0252  0.0294  0.0543
Si  0.0067  0.0275  0.0347
Si  0.0283  -0.0192  0.032
Si  -0.0042  0.0014  0.019
Si  0.0183  0.0234  0.0641
Si  0.0306  0.0126  0.0462
Si  -0.0158  -0.01  0.0469
Si  -0.0007  0.0231  0.0411
Si  -0.0048  -0.0073  0.0744
Si  -0.0136  0.0177  0.0284
Si  -0.0037  -0.0031  0.046
Si  -0.0302  -0.0195  0.0529
Si  0.003  0.0051  0.0429
Si  -0.0235  -0.003  0.0609
Si  0.0153  -0.0085  0.0508
Si  0.0123  0.0112  0.05
Si  -0.0235  -0.001  0.029
Si  -0.0046  0.0125  0.0391
Si  -0.0046  0.0033  0.0378
Si  0.0071  0.0118  0.0372
Si  0.0298  0.0024  0.0317
Si  0.0222  -0.0051  0.0423
Si  0.0158  -0.0216  0.056
Si  0.0155  -0.0039  0.0458
Si  -0.0089  -0.0052  0.0538
Si  -0.1616  -0.1233  -0.7773
Si  0.2057  0.0948  -0.7658
Si  0.0953  0.2031  -0.8056
Si  -0.2156  -0.0602  -0.7046
Si  -0.0223  -0.0711  -0.5361
Si  0.3168  0.0769  -0.6809
Si  -0.2397  -0.2331  -0.7174
Si  0.2642  0.2343  -0.6888
Si  -0.2576  -0.2881  -0.6601
Si  0.18  0.116  -0.7379
Si  0.1319  0.2872  -0.7381
Si  -0.0561  -0.1056  -0.7265
Si  0.1525  0.1354  -0.7666
Si  -0.0837  -0.1423  -0.7266
Si  -0.0159  0.3188  -0.6735
Si  -0.2134  -0.2236  -0.8109
Si  -0.1299  -0.2045  -0.7555
Si  0.1884  0.1706  -0.8128
Si  -0.0951  -0.0919  -0.7127
Si  0.2377  0.2138  -0.766
Si  0.1186  0.1257  -0.7798
Si  -0.1785  -0.0467  -0.7487
Si  0.1793  0.1916  -0.7398
Si  -0.0795  -0.1488  -0.807
Si  0.2174  0.1234  -0.7226
Si  -0.201  -0.1293  -0.6828
Si  -0.2638  -0.2175  -0.7259
Si  0.2044  0.1822  -0.7357
Si  0.2169  0.0395  -0.6838
Si  -0.1836  0.0662  -0.7072
Si  0.1951  0.0484  -0.7587
Si  -0.146  -0.1374  -0.7333
Si  -0.0199  0.134  -0.6652
Si  -0.2426  -0.2681  -0.7554
Si  -0.0145  -0.1988  -0.7223
Si  0.0878  0.2399  -0.743
Si  -0.1602  0.0641  -0.0919
Si  -0.025  0.113  0.1887
Si  -0.0359  -0.1908  -0.0792
Si  -0.0327  -0.1132  -0.0022
Si  0.0969  -0.0569  -0.0041
Si  0.0004  -0.0237  -0.0534
Si  -0.0518  -0.0665  -0.1682
Si  0.0182  0.076  -0.1726
Si  -0.0197  0.1049  0.1056
Si  0.1296  -0.0102  0.0435
Si  0.0302  -0.0122  -0.0047
Si  0.1481  0.0178  0.0461
Si  0.1359  -0.053  0.0218
Si  -0.0105  0.0478  0.0722
Si  0.0032  -0.0889  0.0073
Si  0.0519  0.0291  -0.1201
Si  0.1137  -0.0417  -0.095
Si  -0.0262  0.0168  -0.141
Si  0.1259  -0.0239  -0.1203
Si  -0.068  -0.0665  -0.0118
Si  -0.0905  -0.0225  0.0971
Si  -0.0596  -0.0371  -0.0811
Si  0.0614  0.039  0.1031
Si  -0.0311  0.0142  0.1354
Si  -0.0741  0.0566  -0.0235
Si  0.0576  0.0556  -0.0359
Si  0.0615  -0.0533  -0.2501
Si  0.0364  0.054  0.0264
Si  -0.1084  0.0113  -0.1773
Si  0.0868  0.0566  -0.073
Si  0.1221  -0.0387  0.0385
Si  -0.0249  -0.0273  0.0464
Si  0.0172  0.1416  -0.0258
Si  0.0253  -0.0223  -0.1061
Si  0.0063  -0.0354  -0.0441
Si  0.0553  0.097  0.123
Si  -0.0934  -0.0535  -0.0158
Si  0.2009  0.0094  0.1294
Si  0.0243  0.1132  0.1423
Si  0.0418  -0.0294  -0.0226
Si  -0.184  -0.0011  0.0252
Si  -0.0138  -0.0804  -0.1047
Si  -0.0865  0.0811  -0.1242
Si  0.0679  0.1048  0.1229
Si  0.0384  0.045  0.1334
Si  0.0953  0.0859  -0.1651
Si  0.0309  0.0236  0.0471
Si  -0.0101  -0.0822  0.0211
Si  -0.0354  0.0853  0.1727
Si  0.1157  -0.0642  0.1168
Si  -0.0245  0.0697  0.0569
Si  0.0876  -0.0248  -0.024
Si  -0.0213  0.0862  -0.0259
Si  -0.0098  -0.004  0.002
Si  0.0134  0.0503  0.047
Si  0.0162  0.0486  -0.0378
Si  -0.0577  -0.0001  -0.0136
Si  0.0499  -0.0042  0.0188
Si  0.0016  -0.0252  0.1158
Si  -0.062  0.074  0.1603
Si  0.0196  -0.0214  -0.1432
Si  -0.0441  -0.0196  -0.0338
Si  0.0761  0.3025  0.1954
Si  0.085  -0.0681  0.1637
Si  -0.0243  -0.0165  0.078
Si  0.1416  0.0051  -0.1917
Si  -0.0511  -0.0158  0.0429
Si  0.0418  0.1461  0.0056
Si  -0.0017  0.0295  0.0384
Si  -0.0922  0.0144  0.0139
Si  -0.0236  0.0824  -0.0332
Si  -0.0429  0.0276  -0.0801
Si  -0.0812  0.0131  0.1889
Si  -0.0067  -0.0337  0.1843
Si  0.0407  -0.0206  0.0667
Si  -0.089  -0.0086  -0.0073
Si  -0.0371  0.0606  0.0315
Si  0.0375  0.0472  0.1594
Si  -0.1831  0.0252  -0.0253
Si  0.0606  0.1292  0.0964
Si  0.0181  0.1618  0.0773
Si  -0.1078  0.001  -0.0213
Si  -0.0624  -0.0143  -0.0551
Si  0.0031  -0.1226  0.0123
Si  -0.0548  0.108  0.0047
Si  0.1224  -0.0661  -0.2157
Si  0.0348  -0.0481  -0.0341
Si  0.1294  0.1547  -0.1944
Si  -0.0898  -0.0496  0.0322
Si  0.0926  -0.0013  0.0475
Si  -0.0204  -0.0415  -0.0487
Si  0.1406  0.0097  -0.0407
Si  -0.0469  -0.0186  -0.1635
Si  -0.1361  -0.0526  -0.0265
Si  -0.0282  -0.0881  -0.0056
Si  0.0663  -0.0511  0.0461
Si  -0.0716  0.0837  0.0436
Si  0.0587  0.078  0.0903
Si  -0.0471  0.1113  0.0415
Si  0.1126  0.0626  -0.1966
Si  -0.0212  0.0531  -0.0388
Si  0.0275  -0.0291  -0.0156
Si  -0.031  0.087  -0.041
Si  0.0433  0.0143  -0.0714
Si  -0.059  -0.1017  -0.043
Si  -0.0429  0.0122  -0.1088
Si  -0.0324  0.1154  -0.0399
Si  -0.0813  0.0783  0.0328
Si  0.013  0.0091  -0.0059
Si  0.0025  -0.0052  0.0046
Si  0.0041  -0.0024  0.0046
Si  -0.0036  -0.0085  0.001
Si  0.0027  -0.0049  0.0157
Si  -0.0089  -0.0055  0.0112
Si  -0.0059  0.0087  0.0058
Si  -0.0036  -0.0159  0.0157
Si  -0.0014  -0.007  0.0038
Si  0.0064  -0.004  0.0153
Si  0.0053  -0.0128  -0.0043
Si  -0.0062  -0.0076  0.0055
Si  0.0165  0.0019  -0.0013
Si  -0.0142  -0.0005  0.0021
Si  -0.0088  -0.0041  0.001
Si  -0.0073  0.007  0.0059
Si  -0.0019  -0.0045  0.012
Si  0.0008  -0.0189  0.005
Si  -0.0081  -0.0002  0.0004
Si  0.0094  0.0152  0.0065
Si  -0.0022  -0.01  -0.0005
Si  -0.0059  0.0144  0.0078
Si  -0.0078  0.0025  0.0016
Si  -0.0032  0.0044  0.0149
Si  -0.0056  -0.01  -0.0094
Si  -0.0012  0.0173  0.0009
Si  -0.0004  0.0049  0.0036
Si  0.001  0.002  0.0041
Si  -0.0006  -0.0073  0.0043
Si  -0.0074  -0.0045  -0.003
Si  0.0022  -0.0091  -0.0093
Si  0.0072  -0.0015  -0.0028
Si  -0.0085  0.0093  0.0154
Si  0.0049  0.0063  0.0179
Si  0.0121  0.0145  -0.0056
Si  -0.0013  0.011  0.0041
Si  0.0036  -0.0086  -0.0032
Si  -0.0087  0.0028  -0.0077
Si  -0.0049  0.0045  -0.0039
Si  -0.0076  0.0055  0.002
Si  -0.0024  -0.0035  -0.0043
Si  0.0072  0.0016  -0.0008
Si  -0.0021  0.0137  0.0025
Si  0.0017  -0.0031  -0.0053
Si  -0.0051  0.0055  -0.0074
Si  0.0152  0.0022  -0.0052
Si  -0.0009  0.0089  0.0022
Si  0.0014  -0.0066  -0.0077
Si  0.0019  0.0095  0.0059
Si  0.008  0.0016  -0.0049
Si  0.0015  0.0001  -0.0034
Si  -0.0036  -0.001  -0.002
Si  0.0023  0.0043  -0.0032
Si  0.0003  0.0109  -0.0042
Si  -0.0012  -0.0051  0.0046
Si  0.0085  -0.0133  0.0027
Si  0.0028  -0.0017  -0.0008
Si  0.0031  -0.0033  -0.0055
Si  0.0025  0.0081  -0.004
Si  -0.0048  0.0007  0.0014
Si  0.0012  0.0087  0.0047
Si  -0.0023  -0.0007  0.0052
Si  0.0004  0.0027  0.0015
Si  0.0021  -0.0046  -0.0026
Si  0.0056  -0.0056  0.0003
Si  0.0021  -0.0032  -0.0037
Si  -0.0024  -0.0023  -0.0046
Si  0.0102  -0.0027  -0.0019
Si  -0.0028  -0.0104  -0.0067
Si  -0.0062  0.0047  -0.0037
Si  0.0016  -0.0029  0.0132
Si  -0.007  0.0014  0.0056
Si  -0.0096  -0.0048  -0.0017
Si  0.0074  -0.0004  -0.0011
Si  0.0015  0.0035  0.0016
Si  -0.0093  -0.0041  0.0003
Si  0.0075  0.0066  -0.0055
Si  0  0.0053  0.0013
Si  -0.0068  -0.0195  0.0072
Si  -0.0014  -0.0044  -0.0042
Si  0.0133  0.0128  -0.0014
Si  0.0075  -0.0025  -0.0027
Si  -0.0119  -0.0157  0
Si  -0.0058  0.0057  -0.0069
Si  0.0151  0.0088  0.0054
Si  -0.0062  0.002  -0.0008
Si  -0.0082  -0.0086  0.0083
Si  -0.008  -0.0052  0.0013
Si  0.0041  0.0031  0.0028
Si  -0.0041  -0.008  -0.0013
Si  0.0021  0.0028  -0.0023
Si  -0.0027  -0.0004  -0.0033
Si  -0.0065  -0.0073  -0.0042
Si  -0.0043  0.0006  -0.0068
Si  0.0008  -0.0031  -0.0026
Si  0.0183  0.0162  -0.0029
Si  -0.0059  0.0035  0.0014
Si  -0.0017  -0.0073  -0.0026
Si  -0.0046  -0.0074  -0.003
Si  0.0039  0.0095  -0.0033
Si  0.0016  0.0046  -0.0075
Si  -0.0045  -0.0062  -0.0088
Si  -0.0086  -0.0051  -0.011
Si  0.0069  0.0127  -0.0041
Si  0.0072  0.0058  -0.0012
Si  0.0014  0.0001  0.0002
Si  0.0104  0.0018  -0.0009
Si  -0.0111  -0.0098  0.0004
Si  -0.0005  -0.0021  0.0016
Si  -0.0009  0.0051  -0.001
Si  0.0049  0.001  0.0017
Si  0.0031  -0.0069  0.0004
Si  -0.0079  -0.0037  -0.0025
Si  -0.0043  0.0019  0.001
Si  -0.0032  0.008  0.0022
Si  -0.0038  -0.0002  -0.0063
Si  -0.0024  -0.0035  -0.0033
Si  0.0024  -0.0059  -0.0016
Si  -0.0007  0.0032  0.0018
Si  0.0006  -0.0026  -0.0058
Si  0.0004  -0.0017  -0.0037
Si  0.0022  -0.004  0.0032
Si  0.0041  0.0078  -0.0024
Si  -0.0007  0.0051  0.0041
Si  0.0025  -0.0043  -0.0017
Si  -0.0019  0.0013  0.0003
Si  0.0047  -0.0021  -0.0017
Si  0.004  0.0002  0.0017
Si  -0.0003  0.0012  -0.0009
Si  0.006  -0.0012  -0.0061
Si  -0.0087  0.0053  -0.0017
Si  0.0064  -0.0019  -0.0022
Si  0.0023  -0.0038  0.0094
Si  -0.0053  0.0061  0.0057
Si  -0.0014  0.005  0.0024
Si  -0.0029  0  -0.0019
Si  0.0038  -0.0058  0.0001
Si  0.0053  -0.0044  0.0065
Si  0.0003  0.0021  0.0057
Si  0.0032  -0.0021  -0.0052
Si  -0.003  -0.0005  -0.0043
Si  0.0033  -0.0005  0.002
Si  0.0065  0.0002  0.0051
Si  -0.0072  0.0024  0.0094
Si  -0.0067  -0.0064  0.0001
Si  -0.004  -0.0137  0.0028
Si  -0.0009  0.004  0.0001
Si  0.0052  0.0091  0.0025
Si  0.0038  0.0035  -0.0047
Si  -0.0021  -0.0029  0
Si  -0.004  0.0064  -0.0002
Si  -0.0011  -0.0008  0.0021
Si  0.0056  0.0036  0.0005
Si  0.0039  0.0016  0.0047
Si  -0.0003  0.0017  0.0005
Si  0.0013  -0.003  -0.0022
Si  0.0042  -0.0001  0.0005
Si  -0.0028  0.0041  0
Si  -0.0022  -0.0061  0.0017
Si  -0.008  -0.0051  -0.0006
Si  0.0005  -0.0045  0.0035
Si  0.0042  0.0004  0.0033
Si  -0.0011  -0.0015  -0.0022
Si  0.0036  0.0019  -0.0007
Si  0.0035  0.0005  -0.0026
Si  -0.0047  -0.0065  -0.0014
Si  -0.0011  0.0038  -0.0051
Si  0  0.0071  -0.0048
Si  0.0016  0.0079  -0.0022
Si  0.0024  0.0062  -0.0042
Si  0.0039  0.0002  0.0005
Si  0.0036  0.0036  -0.0024
Si  -0.0015  -0.0044  -0.0029
Si  -0.0041  -0.006  -0.0047
Si  0.0028  -0.0075  -0.0028
Si  0.0081  0.0035  -0.0033
Si  -0.0029  -0.0008  -0.0051
Si  -0.0044  -0.0014  -0.0021
Si  -0.0008  0.0006  -0.0027
Si  0.0004  0.0029  -0.0008
Si  -0.0055  0.006  -0.0009
Si  -0.0029  0.0006  -0.0023
Si  0.0014  -0.007  -0.002
Si  0.0001  -0.0036  0.0013
Si  -0.0037  0.0011  0.0017
Si  0.0018  -0.0033  -0.0009
Si  -0.0006  -0.0038  -0.0016
Si  0.0075  -0.0004  -0.0017
Si  0.0011  0.0029  -0.0013
Si  0.0033  0.0012  0.002
Si  0.0018  -0.0001  -0.0017
Si  -0.0013  0.0055  -0.0004
Si  0.0034  0.002  -0.001
Si  0.0015  -0.0021  -0.0021
Si  0.0001  0.0051  -0.0003
Si  0.0021  0.0005  -0.0031
Si  -0.0056  0.0061  -0.0034
Si  0.001  0.0011  -0.0025
Si  -0.0007  0.0025  -0.0008
Si  -0.0051  0.0025  0.0015
Si  -0.0016  0.0037  0.0003
Si  0.0001  0.0017  -0.0031
Si  0.005  -0.0047  -0.0021
Si  0.0066  -0.0065  -0.0007
Si  0.0019  -0.0064  0.0041
Si  -0.0002  -0.0012  -0.0005
Si  -0.0027  -0.0006  0.0003
Si  0.0024  0.0005  -0.0014
Si  0.0039  0.0004  0.0019
Si  -0.0001  0.0036  0.0031
Si  -0.0085  0.002  0.0011
Si  -0.0039  0.003  0.0006
Si  0.0039  0  -0.0003
Si  0.0037  0.0015  0.0004
Si  0.0053  -0.0063  0.0019
Si  0.0016  -0.0004  0.0002
Si  -0.0006  -0.0045  0.0004
Si  -0.0011  0.0033  0.0027
Si  -0.0003  0.0021  0
Si  0.0022  0.0064  0.0019
Si  -0.004  -0.0008  -0.0023
Si  -0.0043  0.0023  -0.0018
Si  -0.0007  0.0004  0.0006
Si  0.0005  0.0002  0.0035
Si  0  -0.0015  0.0054
Si  0.0014  -0.0008  0.0007
Si  0.0016  -0.0036  0
Si  0.0015  0.0013  0.0027
Si  -0.0012  -0.0067  0.0023
Si  -0.0037  -0.0051  -0.002
Si  0.0029  0.0002  0.0011
Si  0.0024  -0.0005  -0.0013
Si  0.0044  -0.0034  0.0018
Si  0.0007  0.0008  0.0006
Si  0.0008  0.0005  -0.0015
Si  0.0031  0.0018  0.0008
Si  0.0034  -0.0052  -0.001
Si  -0.0028  0.0043  -0.0028
Si  -0.0036  0.0051  -0.0019
Si  -0.001  0.0006  -0.0042
Si  0.0028  0.0067  -0.0016
Si  0.0038  -0.0011  -0.0021
Si  0.0012  0.0032  -0.0008
Si  -0.0028  -0.0035  -0.001
Si  -0.005  0.0011  -0.0033
Si  0.0029  -0.0011  -0.0017
Si  0.0085  0.0024  -0.0014
Si  0.0015  0.0005  0.0005
Si  -0.0048  0.0002  -0.0024
Si  -0.0054  0.0018  0
Si  -0.0014  0.0007  -0.0016
Si  0.0059  -0.0027  -0.0038
Si  -0.0077  -0.0013  0.0015
Si  -0.0044  -0.0021  -0.0014
Si  0.0006  0.0005  -0.0011
Si  -0.0026  -0.002  0.001
Si  0.0107  0.0031  0.0006
Si  -0.0009  -0.004  -0.0015
Si  -0.0008  -0.0012  -0.0025
Si  0.0004  -0.0029  -0.0006
Si  -0.0048  -0.0035  0.0002
Si  0.0045  0.0037  0.0012
Si  0.0017  0.004  -0.0009
Si  0  -0.0004  -0.0023
Si  0.004  0.0021  -0.0017
Si  0.0036  0.0036  -0.002
Si  0.0051  0.0032  -0.0002
Si  -0.0021  0.0004  -0.0015
Si  -0.0007  0.0025  -0.002
Si  0.0012  0.0069  -0.0001
Si  -0.0023  0.0031  -0.0021
Si  -0.0043  -0.0017  -0.0009
Si  -0.0021  0.0041  0.0001
Si  0.0025  0.0041  0.001
Si  0.0033  -0.0022  -0.001
Si  0.002  -0.0021  -0.0006
Si  -0.004  -0.004  -0.0015
Si  0.0008  -0.0001  -0.0005
Si  0.0001  -0.0004  0.001
Si  0.0028  0.0012  0.0031
Si  0.0006  -0.0022  0.0011
Si  0.0001  -0.0066  0.001
Si  -0.0005  0.0003  0.0019
Si  -0.0013  -0.0014  0.0024
Si  0.0035  0.0019  0.0009
Si  0.0027  -0.0031  -0.0005
Si  0.0011  -0.0014  0.0024
Si  0.0041  0.0055  0.0002
Si  0.0042  0.0024  -0.0031
Si  -0.003  0.0014  0.0011
Si  -0.0052  0.0001  -0.0017
Si  -0.0005  0  0.0068
Si  -0.0052  0.0051  0.0013
Si  0.0005  -0.0055  -0.0012
Si  0.0003  0.0006  0.0026
Si  0.0009  -0.0043  0.0021
Si  -0.0028  0.0062  0.0069
Si  -0.0024  -0.0013  0.0055
Si  -0.003  0.0013  0.0039
Si  0.0062  -0.0021  0.0036
Si  -0.0019  -0.0016  0.0023
Si  -0.0007  -0.0042  0.0035
Si  0.0026  -0.0046  0.0032
Si  0.0054  -0.0016  0.0006
Si  0.0072  -0.0036  -0.001
Si  -0.0057  0.0039  0.0001
Si  -0.0006  0.0018  -0.0007
Si  0.0019  0.0044  0.0008
Si  0.0017  -0.0008  0.0011
Si  -0.0001  -0.0019  0
Si  -0.0016  0.0031  -0.001
Si  -0.0012  -0.0008  -0.0008
Si  -0.003  0.0005  -0.0006
Si  0.0045  0.0047  -0.0041
Si  0.0043  -0.0058  -0.0033
Si  -0.0026  0.0027  -0.0016
Si  -0.0052  0.006  -0.0016
Si  0.002  0.0093  -0.0014
Si  0.0037  -0.0083  0.0011
Si  0.0067  0.0003  0.0016
Si  -0.002  -0.0007  0.0025
Si  0.0028  0.0039  -0.0015
Si  0.0034  -0.0016  -0.0019
Si  -0.0072  -0.001  -0.0017
Si  -0.0081  -0.0083  -0.0038
Si  -0.0042  -0.0082  0.0044
Si  -0.0106  0  0.0006
Si  0.0004  0.0046  0.0017
Si  0.005  0.0093  -0.0057
Si  -0.002  0  0
Si  0.0003  0.0014  -0.0049
Si  -0.0001  -0.0008  -0.0049
Si  0.0048  -0.0027  0.0003
Si  0.002  0.0105  -0.0032
Si  0.0034  0.0027  -0.0027
Si  0.0018  0.0055  0.0001
Si  0.0049  0.0033  -0.0038
Si  0.0002  0.002  -0.0013
Si  -0.0017  0.0054  -0.0038
Si  0.0006  -0.0027  -0.0002
Si  -0.0017  -0.0101  -0.0028
Si  -0.0007  0.0001  0.0001
Si  -0.0023  -0.0049  -0.0024
Si  0.0018  0.0052  -0.004
Si  0.0017  0.0038  -0.003
Si  0.0017  0.0057  0.0053
Si  -0.007  0.001  0.0018
Si  -0.0027  0.0004  0.0025
Si  0.0027  0.0005  0.0009
Si  0.0013  -0.0056  -0.0036
Si  0.0019  -0.0009  -0.0002
Si  0.0025  -0.0004  -0.0033
Si  -0.0036  -0.0104  0.0006
Si  -0.0029  -0.0051  0.0005
Si  0.0045  0.0021  0.0059
Si  -0.0002  0.0002  -0.005
Si  0.0033  0.0032  -0.0012
Si  0.0024  -0.004  0.0009
Si  -0.0006  0.0017  -0.0005
Si  0.0097  0.0006  0.0037
Si  -0.0012  0.0022  -0.006
Si  -0.0046  0.0039  0.0112
Si  -0.0106  0.0079  0.0013
Si  -0.0068  -0.0028  0.0002
Si  0.0068  -0.0162  -0.0038
Si  0.0013  0.007  0.0045
Si  0.003  -0.0109  0.0062
Si  -0.0081  0.0124  0.0007
Si  -0.0048  0.002  0.0032
Si  0.0088  -0.0075  0.0034
Si  -0.0002  0.0012  0.0065
Si  0.0066  -0.0036  0.0022
Si  -0.0016  -0.0005  0.0057
Si  0.0092  -0.0047  0.0039
Si  0.0062  -0.0111  0.003
Si  -0.006  0.0116  -0.0015
Si  0.0015  0.0031  0.0003
Si  -0.0063  0.0038  0.0018
Si  0.0006  -0.0029  0.0077
Si  -0.0027  -0.0086  -0.0047
Si  -0.0008  0.0046  -0.002
Si  0  -0.0004  -0.0011
Si  0.0033  -0.005  0.0023
Si  -0.0055  0.0038  0.0028
Si  0.002  0.0002  0.0034
Si  -0.0007  0.0064  -0.0027
Si  0.0037  -0.0103  0.0031
Si  0.0029  0.0093  -0.0017
Si  -0.004  0.0063  0.0017
Si  0.0063  -0.0058  -0.0021
Si  -0.0108  0.0164  -0.0013
Si  0.0119  -0.0108  0.0042
Si  0.0034  0.0012  0.0022
Si  -0.0043  0.0087  0.0018
Si  0.0103  0.001  -0.0054
Si  -0.0097  -0.0013  0.009
Si  0.0108  -0.0001  0.0075
Si  -0.0073  -0.009  0.007
Si  0.0092  0.0094  0.0042
Si  -0.0042  -0.0034  0.0034
Si  0.0108  0.0055  0.0005
Si  -0.0077  -0.0106  0.0019
Si  -0.0023  0.0005  0.0066
Si  0.0075  0.003  -0.0068
Si  -0.0025  0.006  -0.0003
Si  0.005  0.0117  -0.0022
Si  -0.002  -0.007  0.0027
Si  0.009  0.0064  0.0074
Si  0.0009  0.0066  -0.0091
Si  -0.0069  -0.0001  0.0008
Si  -0.0004  -0.0024  0.0008
Si  -0.003  -0.0039  0.0047
Si  -0.0026  0.0015  0.0028
Si  0.0058  0.007  -0.0011
Si  0.0002  0.0003  0.0017
Si  0.0124  0.0116  -0.0023
Si  0.0036  0.0015  -0.0009
Si  -0.0073  -0.0091  0.0024
Si  -0.0062  0  0.0011
Si  -0.0067  -0.0007  0.0023
Si  -0.0018  0.002  0.0042
Si  0.0006  -0.0037  0.0047
Si  -0.0026  -0.0012  0.0007
Si  0.0081  0.0056  0.0064
Si  -0.0068  0.001  0.0084
Si  0.0105  0.0082  0.0062
Si  0.0046  -0.0001  0.0013
Si  -0.007  -0.005  0.0061
Si  0.0033  -0.0044  0.0064
Si  0.0077  -0.0044  0.0078
Si  -0.0022  -0.0051  0.0038
Si  -0.0051  -0.0038  0.0005
O  -0.1305  0.0119  0.1124
O  0.1  -0.2055  0.2458
O  0.0562  -0.1052  0.4888
O  -0.0853  0.3307  -0.0982
O  -0.0994  0.2055  -0.1615
O  0.1664  -0.1343  0.2717
O  -0.0219  0.351  0.382
O  0.1565  0.006  0.3895
O  -0.0268  -0.218  -0.2885
O  -0.2641  -0.4127  0.1099
O  -0.1848  0.2672  -0.015
O  -0.193  -0.4611  0.1039
O  0.2217  -0.1217  0.5275
O  -0.4792  -0.0615  0.3595
O  -0.2148  0.0783  -0.4584
O  -0.2063  -0.1736  0.2989
O  0.1746  0.0226  0.635
O  -0.279  -0.0894  -0.4021
O  0.1347  -0.0211  -0.4251
O  0.3216  -0.2058  -0.1225
O  0.1481  -0.1123  -0.0401
O  0.0432  -0.2033  0.5762
O  0.3191  -0.0312  0.5539
O  -0.1354  -0.1923  -0.5012
O  -0.2329  0.1078  0.317
O  -0.0646  -0.3259  0.026
O  0.1402  0.0352  0.5304
O  -0.108  0.1719  0.3344
O  -0.667  -0.0129  0.0759
O  -0.4749  -0.0628  0.1254
O  -0.0804  -0.1537  0.4211
O  0.1902  0.0681  0.5972
O  0.4651  -0.1631  0.2169
O  -0.2158  -0.6389  0.0154
O  -0.1031  0.0701  0.2562
O  -0.1134  0.0629  0.4792
O  0.1204  -0.0429  0.4124
O  -0.2802  -0.1319  -0.2381
O  0.1313  0.1894  -0.4606
O  -0.0356  0.2862  0.3821
O  -0.2259  0.0771  -0.2449
O  -0.3692  0.1416  0.1507
O  0.4064  0.5312  0.5318
O  0.5127  0.1276  0.2798
O  -0.0721  0.5332  0.0635
O  0.0239  0.3267  -0.5299
O  -0.3404  -0.282  -0.0826
O  0.3417  -0.3043  -0.3497
O  0.1956  0.1518  -0.2645
O  0.6705  -0.1469  -0.4325
O  0.0104  -0.2278  -0.5452
O  -0.2743  -0.183  0.3556
O  -0.3501  0.225  -0.4598
O  0.0289  -0.1276  -0.4618
O  0.3687  0.1254  -0.0653
O  -0.4721  0.4244  -0.0396
O  0.0501  -0.1721  -0.1631
O  -0.2951  0.3319  0.1524
O  -0.3557  -0.0087  -0.0674
O  -0.6229  0.0698  -0.2436
O  0.487  0.2359  0.5169
O  -0.0868  0.3476  -0.6859
O  0.008  -0.1485  -0.5497
O  -0.2276  0.1789  0.5214
O  -0.239  -0.0651  -0.3928
O  -0.1337  0.5  0.1991
O  0.2487  0.2069  0.0381
O  0.2015  -0.4773  0.2893
O  -0.0762  -0.2875  -0.0082
O  0.0205  0.0316  0.0213
O  -0.1834  -0.3381  0.2668
O  0.304  -0.003  -0.437
O  -0.2226  -0.4067  -0.2261
O  0.0255  0.4744  -0.4738
O  0.4973  -0.0798  0.028
O  0.2706  -0.3243  -0.5141
O  -0.0062  0.2686  -0.287
O  0.6211  0.2917  0.4255
O  0.009  0.2375  0.6494
O  -0.1378  0.0644  0.5383
O  0.0365  -0.266  0.3929
O  0.5  -0.0748  0.0738
O  -0.6949  -0.0957  0.0167
O  -0.2181  -0.2681  0.1636
O  -0.5712  -0.3687  0.0121
O  -0.2113  0.2908  0.0471
O  -0.2508  -0.1805  -0.2899
O  -0.2298  0.0166  0.1849
O  -0.071  -0.3102  -0.8248
O  -0.0003  -0.2562  0.2538
O  -0.1621  -0.4059  -0.588
O  -0.1389  0.1201  0.0978
O  -0.379  -0.2067  -0.3368
O  0.5158  0.2722  -0.1086
O  0.379  -0.1226  -0.5467
O  0.1529  0.2414  0.2167
O  0.4558  -0.1054  0.2631
O  0.2774  -0.2306  0.5848
O  -0.2024  0.0335  -0.2187
O  0.1484  0.1604  -0.025
O  -0.3972  0.2101  -0.1066
O  -0.3257  0.2206  0.5372
O  0.1859  0.0817  0.2353
O  -0.5744  0.3026  0.0024
O  -0.2767  -0.0906  0.1223
O  0.2218  -0.2849  0.0336
O  0.0916  -0.3316  -0.165
O  -0.2196  -0.1949  -0.1614
O  0.2075  0.0262  -0.4931
O  0.0413  -0.0872  -0.242
O  0.0395  0.0447  0.4386
O  -0.1197  -0.3359  0.598
O  0.2993  -0.0331  -0.1281
O  -0.3953  0.5672  -0.2044
O  0.1341  -0.0916  0.2388
O  -0.2053  0.2042  -0.6658
O  0.1088  0.2177  -0.4135
O  0.615  0.0859  -0.1154
O  0.177  0.2461  0.6476
O  -0.1092  -0.0325  0.468
O  0.4864  -0.1147  -0.3714
O  0.0981  -0.0317  0.1469
O  0.1081  -0.0013  -0.3141
O  0.1994  -0.0616  0.2753
O  -0.3607  0.0275  -0.3042
O  0.1577  -0.1847  0.1567
O  0.0584  -0.0295  -0.3834
O  0.3255  -0.2278  0.1499
O  -0.5434  -0.0809  -0.0994
O  0.0138  0.105  -0.194
O  0.0016  -0.1768  -0.0522
O  0.0766  -0.2159  0.1481
O  0.1861  -0.0958  -0.61
O  0.1358  0.144  0.1571
O  0.618  -0.0405  0.0667
O  0.2459  0.2632  -0.0368
O  0.287  0.1998  0.3447
O  0.2309  0.0664  -0.2135
O  -0.5833  0.2431  0.1967
O  0.0868  -0.106  -0.2736
O  -0.1922  0.034  -0.6786
O  0.2689  -0.2499  0.4873
O  0.2709  0.6379  0.1084
O  -0.2619  0.0291  -0.2373
O  0.5748  -0.3468  0.3854
O  -0.1499  -0.6281  0.1432
O  -0.4664  -0.149  -0.0176
O  -0.1478  -0.3744  0.1226
O  0.1037  0.2801  -0.598
O  0.0703  -0.2293  -0.1067
O  -0.012  0.0201  0.1606
O  0.1302  -0.1234  -0.1304
O  -0.0098  -0.1005  0.2656
O  -0.5428  0.0908  -0.0511
O  0.2154  0.0409  -0.3716
O  -0.3388  0.3703  0.4083
O  0.0339  0.1502  -0.3431
O  0.2639  0.1444  -0.2893
O  -0.3558  0.055  -0.0597
O  0.1899  -0.2727  0.5493
O  0.0524  0.1763  -0.289
O  -0.1718  -0.2567  0.1301
O  -0.0394  0.0322  0.5408
O  0.2472  -0.4962  -0.4952
O  0.1457  -0.2503  0.1049
O  -0.1018  -0.207  -0.2834
O  0.0377  0.1475  0.6278
O  0.0274  0.0029  0.0818
O  -0.1295  0.1739  -0.2406
O  -0.3692  0.3128  -0.3746
O  0.1205  0.0016  0.5272
O  -0.124  -0.3157  -0.1621
O  0.2727  -0.4919  0.0091
O  -0.4368  -0.2309  -0.2649
O  -0.1406  -0.4523  -0.2146
O  -0.255  -0.0242  0.5946
O  0.075  -0.1646  0.1168
O  0.0508  0.1354  -0.0332
O  -0.1415  0.3352  -0.3137
O  -0.7042  -0.3  -0.2289
O  0.0758  -0.0476  -0.2709
O  0.095  -0.6212  -0.0666
O  0.5226  0.065  0.1715
O  -0.0558  0.1052  0.0918
O  -0.2015  -0.3627  -0.1824
O  0.0776  0.1066  -0.5083
O  -0.1982  -0.1699  0.227
O  -0.1318  -0.1818  0.1054
O  -0.3578  0.3293  0.3803
O  -0.1409  0.1661  0.1797
O  -0.1249  0.0046  -0.3604
O  0.204  0.5909  0.2123
O  0.0496  0.1583  -0.1178
O  0.0273  -0.2857  -0.0719
O  -0.8029  -0.0387  0.0107
O  0.1609  0.2518  -0.3982
O  0.0754  0.4905  0.1813
O  -0.3826  -0.2125  -0.1289
O  0.2864  -0.453  -0.0241
O  -0.179  0.421  -0.0871
O  -0.2465  0.6272  0.0497
O  0.2244  0.2794  -0.335
O  0.3855  0.1077  0.127
O  0.4719  0.3698  -0.2855
O  -0.1218  -0.0852  0.2129
O  -0.2193  -0.2404  0.4696
O  0.2521  -0.0541  0.1644
O  -0.1438  -0.4847  -0.3633
O  0.028  -0.1158  -0.1124
O  -0.4574  0.1634  0.0058
O  -0.3699  0.2249  -0.0945
O  0.3629  0.2757  -0.2506
O  -0.2156  0.0654  -0.396
O  0.6099  -0.2813  0.3153
O  0.4007  0.1013  0.2383
O  0.4623  0.0406  0.1531
O  -0.4086  -0.0188  0.5158
O  -0.2374  0.2111  -0.1971
O  0.3085  -0.2501  -0.4908
O  0.1881  0.3874  -0.3098
O  0.1815  0.048  0.5011
O  -0.1865  -0.5227  -0.1573
O  0.0485  -0.1568  0.1323
O  -0.2319  0.1814  -0.4338
O  -0.1304  -0.4179  0.0173
O  -0.1877  -0.2977  0.3543
O  0.0209  0.0585  0.2765
O  -0.7299  -0.1607  -0.0626
O  0.1924  0.0776  -0.3229
O  0.0006  -0.2321  -0.0623
O  -0.0859  -0.3265  -0.2186
O  0.1075  0.065  0.4812
O  0.0179  0.12  -0.5047
O  0.0798  0.2924  -0.2197
O  0.1972  0.2447  -0.1071
O  0.1764  0.2804  -0.7107
O  -0.0642  0.1227  0.6303
O  0.0266  0.2098  0.0428
O  -0.2033  0.3518  0.0403
O  -0.0164  0.6449  -0.1505
O  -0.2801  0.1207  -0.1984
O  -0.5608  -0.0475  0.032
O  0.5203  -0.2143  0.0856
O  -0.2305  -0.1163  -0.8257
O  0.6788  0.4087  -0.3716
O  0.1905  -0.3138  0.2754
O  0.2518  -0.1275  0.3817
O  0.2186  -0.2012  0.3441
O  0.811  0.1416  0.0855
O  -0.0388  -0.507  0.0736
O  -0.1148  0.1027  0.295
O  -0.3005  -0.2517  -0.5113
O  -0.1277  0.1778  0.2333
O  -0.3637  -0.2167  -0.3804
O  0.5758  -0.1338  0.2943
O  -0.0377  0.1105  -0.232
O  -0.6939  0.3495  0.2582
O  -0.2355  -0.4994  0.0376
O  -0.135  -0.2187  -0.6307
O  -0.105  0.5522  -0.099
O  -0.3596  -0.1427  0.0918
O  -0.0722  -0.7968  -0.1881
O  -0.221  0.1836  -0.3719
O  0.2882  -0.4725  -0.3557
O  0.2542  -0.2033  -0.3572
O  0.2872  0.0109  0.0704
O  0.1063  0.2842  0.3994
O  0.3585  0.2002  0.373
O  -0.0304  -0.0331  0.0932
O  0.0486  0.2353  -0.1212
O  0.4881  -0.1894  -0.338
O  0.2522  -0.2636  -0.4195
O  -0.0012  0.0889  -0.3036
O  0.0531  0.3024  0.1997
O  -0.1285  -0.1098  -0.1568
O  -0.446  0.0138  0.4591
O  -0.1663  -0.0427  0.2681
O  0.3193  0.1771  0.0303
O  0.4241  -0.2762  0.7027
O  -0.3788  0.5327  0.2008
O  -0.05  -0.3197  -0.3265
O  -0.2424  -0.1773  0.4358
O  0.4375  -0.2369  -0.0525
O  0.6278  0.1101  0.0538
O  -0.3084  -0.3242  0.2791
O  0.1846  -0.2891  -0.5976
O  -0.113  0.011  -0.0593
O  0.6112  -0.1123  0.2032
